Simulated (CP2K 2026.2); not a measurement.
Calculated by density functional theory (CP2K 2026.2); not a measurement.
Periodic cell of 1991 atoms, Si1440O551, from a study of silicon, its oxide and their interface. The atomic structure is a simulated model.
Doubt: the forces sum to 5.32 eV/angstrom along one axis rather than to zero, so they err by at least 0.0027 eV/angstrom per atom on average; the grid cutoff is modest.

Settings: functional PBE; method Gaussian and plane waves; basis set DZVP-MOLOPT-SR-GTH; pseudopotentials GTH-PBE; grid cutoff 300 Ry, relative cutoff 40 Ry; k points Gamma only; occupations fixed; spin none; net charge 0.

Cell vectors (angstrom)
a 65.28 0 0
b 0 16.32 0
c -0.4664 -1.552 33.3331

Atoms and the computed forces on them: element, x, y, z (angstrom), force x, y, z (eV/angstrom)
Si 1.743 -1.836 2.821 0.302 -0.143 0.371
Si 3.891 1.295 2.968 0.176 0.029 0.576
Si 1.622 3.43 2.802 0.012 0.311 0.673
Si 3.436 7.58 1.605 -0.18 -0.016 0.016
Si 1.354 -6.722 2.768 0.07 -0.046 0.628
Si 3.615 -3.48 2.583 0.004 0.061 -0.024
Si 7.346 -1.689 3.014 0.121 -0.263 0.47
Si 9.471 1.45 2.758 0.151 -0.17 0.655
Si 7.693 4.044 2.288 0.177 0.49 0.589
Si 8.965 7.698 2.509 -0.358 0.061 0.521
Si 7.511 9.66 2.536 0.065 -0.288 0.355
Si 9.296 13.097 2.954 0.075 0.014 0.01
Si 13.648 -0.643 2.04 0.183 0.458 0.444
Si 15.646 0.791 2.122 -0.105 -0.04 -0.002
Si 12.166 4.05 2.79 0.099 -0.04 0.633
Si 15.372 6.261 2.874 0.207 -0.133 0.596
Si 13.613 -5.752 1.75 -0.426 -0.068 0.603
Si 15.428 -3.259 1.935 0.282 0.126 0.679
Si 17.434 -0.804 2.804 -0.415 0.26 0.429
Si 20.818 0.649 2.75 0.118 -0.034 -0.018
Si 17.068 4.551 2.699 -0.045 0.12 0.523
Si 19.888 7.432 2.722 0.004 0.081 -0.062
Si 18.078 -7.276 2.908 0.257 -0.17 0.501
Si 20.725 -4.278 2.962 -0.176 -0.025 0.685
Si 22.591 -1.1 2.764 -0.17 0.303 0.403
Si 25.992 1.232 2.762 0.038 -0.095 0.641
Si 24.011 3.511 1.751 0.001 0.065 -0.428
Si 27.109 6.492 1.911 0.466 0.333 0.053
Si 23.019 -6.324 3.128 0.157 0.068 0.564
Si 26.457 -3.542 2.02 0.067 0.041 0.554
Si 28.023 -0.872 1.676 -0.05 0.098 0.212
Si 30.972 1.859 2.721 -0.065 -0.202 0.7
Si 28.747 4.045 2.836 -0.015 0.06 0.456
Si 31.714 6.504 2.947 0.076 0.022 -0.083
Si 28.564 -7.984 1.934 -0.058 -0.026 -0.06
Si 30.954 -4.289 1.901 0.003 0.094 0.123
Si 34.465 -1.446 3.05 0.078 -0.44 0.455
Si 37.388 0.921 2.718 0.239 -0.113 0.479
Si 33.429 4.823 2.825 -0.195 0.083 0.672
Si 36.398 7.205 2.678 0.184 -0.177 0.79
Si 34.247 -6.788 2.67 -0.373 0.418 0.066
Si 36.149 -3.177 2.797 -0.003 0.094 -0.004
Si 39.275 -0.677 2.884 0.091 -0.005 0.015
Si -22.788 2.68 2.09 0.26 -0.06 0.611
Si 39.831 4.167 2.849 -0.116 -0.088 0.703
Si -23.36 7.251 2.832 0.439 -0.306 -0.028
Si 39.544 -6.96 2.773 -0.116 0.141 0.647
Si -23.127 -4.048 3.052 -0.159 -0.145 0.658
Si -20.576 -1.57 2.93 0.114 -0.104 0.677
Si -18.314 1.064 2.585 -0.256 -0.209 0.464
Si -19.988 3.626 1.989 0.029 -0.024 0.093
Si -18.359 7.251 2.909 -0.111 -0.019 -0.012
Si -19.987 -7.289 3.055 0.325 -0.086 0.486
Si -17.372 -4.445 2.803 0.019 0.009 -0.099
Si -14.54 -1.318 2.963 -0.11 0.027 0.656
Si -12.181 2.474 2.104 -0.043 0.477 0.183
Si -14.486 3.278 2.515 0.366 -0.417 0.424
Si -12.11 7.039 2.077 0.059 -0.004 -0.176
Si -15.657 -6.231 2.846 -0.181 0.214 0.599
Si -12.586 -3.774 2.679 0.199 -0.172 0.655
Si -9.214 -1.545 2.479 -0.119 0.097 0.686
Si -6.072 0.635 3.037 0.052 0.017 0.74
Si -10.782 4.365 1.598 -0.334 -0.45 0.183
Si -6.756 7.313 2.52 0.524 0.153 0.422
Si -7.552 -6.069 1.858 -0.263 0.039 0.701
Si -6.535 -3.215 1.857 0.151 0.109 0.668
Si -4.283 -0.959 3.102 -0.307 0.047 0.498
Si -1.524 1.554 2.823 0.018 -0.069 0.663
Si -3.737 3.769 2.827 -0.337 0.424 0.092
Si -1.729 7.179 2.647 -0.255 0.114 0.537
Si -3.518 -7.393 2.866 0.274 -0.233 0.455
Si -0.811 -4.51 2.778 -0.125 0.003 0.753
Si 2.647 -0.16 4.235 -0.014 -0.031 0.012
Si 5.466 2.726 3.936 -0.224 -0.324 0.4
Si 2.598 5.344 3.789 -0.23 -0.429 0.355
Si 5.656 8.553 3.624 0.297 0.146 0.606
Si 2.817 -5.315 3.956 0 -0.007 -0.021
Si 5.433 -2.698 4.01 -0.013 -0.057 -0.019
Si 8.268 0.046 4.229 0.064 -0.024 0.005
Si 10.866 2.7 4.149 0.007 -0.01 -0.013
Si 8.363 5.704 3.869 0.008 -0.107 -0.058
Si 11.24 8.601 4.184 0.241 0.194 0.368
Si 8.389 11.183 4.066 0.021 0.045 0.082
Si 11.066 -2.377 4.331 0.035 0.019 -0.005
Si 12.847 -0.675 4.204 -0.036 0 0.043
Si 16.21 2.59 3.798 0.047 -0.063 0.006
Si 13.627 5.33 4.117 0.058 0.034 -0.044
Si 16.307 -8.263 4.081 -0.032 -0.004 -0.055
Si 12.936 -5.97 4.021 0.021 -0.048 -0.073
Si 16.377 -2.603 3.949 -0.095 -0.006 -0.094
Si 19.065 0.052 4.191 0.031 0.049 0.01
Si 21.798 2.519 3.758 -0.334 -0.24 0.453
Si 18.953 5.513 3.849 0.036 -0.034 0.026
Si 21.688 -8.029 4.124 0.032 0.013 0.04
Si 19.068 -5.501 4.105 -0.017 0.001 -0.066
Si 21.738 -2.671 4.288 -0.002 0.004 -0.021
Si 24.433 -0.103 3.95 0.032 0.026 0.006
Si 27.275 2.702 4.101 0.002 -0.015 -0.008
Si 24.961 5.623 3.901 -0.279 -0.01 0.693
Si 27.977 8.815 4.203 0.036 0.104 0.002
Si 24.673 -5.159 4.424 -0.034 -0.02 0.008
Si 26.428 -3.428 4.295 -0.018 -0.01 0.042
Si 29.855 0.127 3.974 0.388 0.381 0.197
Si 32.584 2.955 4.044 0.015 -0.022 -0.048
Si 30 5.517 4.195 -0.055 -0.057 0.022
Si 32.715 -8.006 4.068 -0.013 0.006 0.055
Si 29.541 -5.719 4.275 -0.113 -0.122 0.482
Si 32.69 -2.609 4.085 0.245 0.353 0.37
Si 35.62 0.169 4.196 0.056 0.077 0.005
Si 38.248 2.767 3.979 -0.007 -0.05 -0.053
Si 35.29 5.615 4.029 -0.01 -0.025 -0.079
Si 38 -8.094 4.09 -0.004 -0.028 -0.059
Si 35.352 -5.149 4 0.043 -0.057 0.052
Si 38.078 -2.419 4.046 0.069 0.027 0.035
Si 40.975 0.318 4.385 0.01 0.029 -0.116
Si -22.522 2.104 4.298 0.021 -0.076 0.116
Si -24.386 5.629 4.246 -0.022 -0.021 0.009
Si -21.776 -8.145 4.284 0.008 0.089 0.049
Si -24.586 -5.442 4.156 -0.013 -0.006 -0.067
Si -21.827 -2.776 4.43 -0.025 -0.001 -0.08
Si -19.264 -0.181 4.237 -0.005 0.01 -0.07
Si -16.047 2.624 4.207 0.293 0.287 0.4
Si -19.109 5.447 4.281 0.321 0.368 0.23
Si -16.503 -8.1 4.053 -0.009 -0.027 -0.04
Si -18.995 -5.477 4.202 0.006 0.058 -0.006
Si -16.28 -2.665 4.06 0.037 -0.004 0.011
Si -13.3 0.133 4.436 -0.055 -0.03 0.008
Si -11.619 1.947 4.273 0.052 -0.003 0.068
Si -13.658 5.508 4.178 -0.197 -0.268 0.685
Si -10.744 -7.918 4.133 -0.386 -0.296 0.496
Si -13.793 -5.329 4.035 -0.025 0.048 -0.084
Si -10.782 -2.766 3.878 -0.018 -0.016 -0.057
Si -8.082 -0.131 4.022 0.002 0.011 -0.086
Si -5.248 2.54 4.131 -0.001 0.009 -0.009
Si -8.814 5.621 3.786 -0.289 0.072 0.413
Si -5.269 8.007 4.162 -0.046 0.061 -0.062
Si -8.306 -5.814 4.091 0.579 0.388 -0.097
Si -5.433 -2.786 3.963 -0.115 -0.025 -0.058
Si -2.573 0.009 4.247 0.049 0.072 -0.07
Si 0.025 2.57 4.242 -0.008 0.009 -0.061
Si -2.589 5.407 4.049 0.052 0.054 0.004
Si 0.009 8.103 4.001 -0.018 0.015 -0.035
Si -2.535 -5.597 4.011 0.022 0.032 -0.076
Si 0.175 -2.898 4.174 -0.069 0 -0.054
Si 1.327 1.202 5.581 0.029 0.03 0.058
Si 4.106 4.143 5.252 -0.014 -0.015 0.012
Si 1.383 6.713 5.305 0.022 -0.004 -0.05
Si 4.215 9.597 5.231 -0.008 -0.015 -0.06
Si 1.51 -4.167 5.552 -0.002 -0.029 0.004
Si 4.173 -1.373 5.509 0.025 -0.007 -0.031
Si 6.838 1.46 5.406 -0.079 0.044 -0.009
Si 9.551 4.233 5.374 -0.024 -0.013 -0.054
Si 6.723 6.869 5.11 0.005 0.029 0
Si 9.561 9.653 5.459 0.036 -0.018 0.035
Si 6.761 12.236 5.409 0.01 0.023 -0.055
Si 9.533 -1.269 5.689 0.061 0.012 0.016
Si 12.158 1.241 5.442 0.03 -0.014 0.015
Si 14.914 3.868 5.385 0.057 -0.012 0.054
Si 12.284 6.823 5.372 -0.076 -0.014 0.058
Si 14.834 -6.836 5.274 -0.034 0.061 -0.018
Si 12.173 -4.151 5.407 0.025 -0.013 -0.03
Si 14.829 -1.454 5.343 -0.01 0.096 -0.076
Si 17.651 1.485 5.35 -0.053 0.006 0.047
Si 20.433 4.062 5.085 -0.014 -0.022 -0.029
Si 17.66 6.717 5.456 0.065 -0.018 -0.02
Si 20.348 -6.801 5.585 0.019 -0.02 -0.008
Si 17.658 -4.058 5.325 0.021 -0.011 0.017
Si 20.3 -1.377 5.568 0.009 0.008 0.042
Si 23.174 1.376 5.331 -0.03 0.008 -0.078
Si 25.93 4.108 5.417 -0.036 0.034 -0.017
Si 23.224 6.804 5.174 0.032 -0.019 -0.014
Si 25.987 -6.788 5.429 0.114 0.012 0.057
Si 23.085 -4.009 5.684 -0.01 -0.01 0.029
Si 25.68 -1.475 5.4 0.013 -0.014 -0.049
Si 28.565 1.362 5.493 0.028 -0.015 -0.023
Si 31.287 4.147 5.58 0.01 0.048 0.001
Si 28.682 6.957 5.482 -0.046 -0.007 0.012
Si 31.302 -6.731 5.46 0.006 0.028 0.013
Si 28.403 -4.075 5.459 -0.01 0.013 -0.019
Si 31.238 -1.243 5.324 -0.017 -0.042 -0.022
Si 34.033 1.533 5.31 -0.05 -0.025 0.026
Si 36.725 4.139 5.263 0.031 0.024 -0.002
Si 34.036 6.966 5.499 -0.077 0.001 -0.035
Si 36.704 -6.591 5.381 -0.019 -0.014 -0.042
Si 33.948 -4.006 5.492 -0.009 -0.019 -0.062
Si 36.773 -1.257 5.618 0.017 -0.069 -0.004
Si 39.393 1.482 5.626 0.007 0.008 0.021
Si -23.198 4.043 5.546 0.043 -0.031 -0.075
Si -25.915 6.887 5.498 0.011 0.017 -0.001
Si -23.165 -6.737 5.546 -0.027 -0.003 0.045
Si -25.924 -3.954 5.39 -0.04 -0.008 -0.006
Si -23.164 -1.303 5.64 0.015 0.045 0.045
Si -20.59 1.299 5.467 0.011 0.041 -0.029
Si -17.565 4.075 5.447 0.012 -0.038 -0.048
Si -20.517 6.723 5.651 -0.003 -0.063 -0.041
Si -17.73 -6.836 5.609 -0.013 -0.054 0.036
Si -20.372 -4.149 5.587 -0.007 -0.03 0.033
Si -17.716 -1.427 5.47 0.048 0.01 -0.008
Si -14.941 1.222 5.693 -0.038 0.005 0.022
Si -12.409 3.899 5.447 -0.018 -0.011 -0.004
Si -15.119 6.827 5.432 -0.006 0.052 -0.027
Si -12.392 -6.757 5.317 -0.019 -0.011 -0.021
Si -15.024 -4.029 5.524 -0.036 -0.006 0.026
Si -12.072 -1.517 5.508 0.023 -0.02 -0.002
Si -9.576 1.201 5.319 -0.022 -0.01 -0.028
Si -6.725 3.871 5.37 0.269 -0.234 0.382
Si -9.763 6.764 5.527 0.003 -0.024 -0.043
Si -6.692 -6.922 5.43 -0.028 0.064 -0.013
Si -9.469 12.199 5.318 0.088 0.035 -0.051
Si -6.791 -1.51 5.438 0.042 0.037 -0.044
Si -3.93 1.313 5.62 -0.083 -0.022 0
Si -1.241 4.098 5.475 -0.031 -0.004 0.036
Si -4.017 6.605 5.503 0.057 -0.088 0.001
Si -1.262 -6.892 5.486 -0.01 -0.017 -0.012
Si -4.028 -4.213 5.264 0.013 -0.025 -0.011
Si -1.239 -1.483 5.444 0.008 -0.004 -0.012
Si 0.007 -0.135 6.921 0.015 0.005 0.017
Si 2.77 2.721 6.702 -0.029 0.007 -0.046
Si 0.096 5.442 6.817 -0.017 -0.029 0.024
Si 2.794 8.165 6.579 0.013 0.003 0.013
Si 0.086 -5.524 6.841 -0.023 0.021 0
Si 2.827 -2.751 6.872 0 -0.021 -0.024
Si 5.492 0.071 6.799 0.001 0.036 -0.02
Si 8.185 2.84 6.747 0.024 0.004 -0.012
Si 5.45 5.512 6.629 0.003 -0.006 -0.015
Si 8.112 8.172 6.609 -0.016 -0.032 0.001
Si 5.476 10.853 6.778 -0.016 -0.023 0.025
Si 8.097 -2.717 6.826 -0.016 0.029 -0.035
Si 10.859 0.073 6.997 0.051 -0.022 -0.004
Si 13.568 2.588 6.782 -0.06 -0.006 0.012
Si 10.925 5.493 6.762 0.018 -0.004 -0.007
Si 13.621 -8.179 6.78 0 0.004 -0.006
Si 10.857 -5.39 6.898 0.06 0.018 0.02
Si 13.606 -2.838 6.784 -0.052 -0.034 -0.002
Si 16.245 0.012 6.644 -0.016 -0.013 -0.003
Si 19.061 2.827 6.656 0.038 0.008 -0.006
Si 16.28 5.317 6.734 -0.003 -0.021 -0.001
Si 18.986 -8.222 6.828 -0.014 0.021 0.016
Si 16.239 -5.448 6.639 -0.013 0.027 -0.027
Si 18.951 -2.77 6.838 -0.025 -0.021 0.012
Si 21.753 0.056 6.758 0.001 0.028 -0.062
Si 24.5 2.746 6.723 0.003 0.012 0.016
Si 21.811 5.412 6.531 0 -0.005 -0.002
Si 24.53 -8.188 6.667 -0.002 0.004 0.007
Si 21.708 -5.44 6.906 -0.014 0.019 0.027
Si 24.415 -2.64 6.985 0.007 -0.033 0.009
Si 27.13 -0.057 6.716 0 -0.041 -0.007
Si 29.916 2.74 6.854 -0.014 -0.008 -0.005
Si 27.26 5.525 6.756 -0.018 0.019 0.006
Si 30.034 -8.112 6.9 -0.003 -0.017 -0.003
Si 27.21 -5.446 6.93 -0.009 -0.074 -0.04
Si 29.839 -2.627 6.686 -0.012 0.019 -0.013
Si 32.65 0.11 6.674 0.034 -0.027 -0.024
Si 35.372 2.835 6.728 0.008 0.009 -0.01
Si 32.675 5.554 6.847 -0.012 0.007 -0.012
Si 35.381 -7.982 6.805 0.023 0.024 -0.017
Si 32.617 -5.368 6.834 -0.049 -0.005 0.004
Si 35.331 -2.653 6.834 0.025 0.029 -0.013
Si 38.086 0.083 6.961 -0.008 0.025 0.014
Si -24.58 2.834 6.987 -0.018 0.019 0.017
Si -27.272 5.473 6.771 0.01 -0.007 0.005
Si -24.53 -8.114 6.866 0.001 -0.008 -0.023
Si -27.227 -5.316 6.8 0.047 -0.027 0.024
Si -24.566 -2.688 6.862 -0.016 -0.017 -0.003
Si -21.791 0.005 6.992 -0.001 0.015 0.003
Si -19.08 2.698 6.717 0.013 0.002 0
Si -21.826 5.336 6.947 -0.004 -0.013 0.062
Si -19.11 -8.196 6.923 0.018 -0.003 0.036
Si -21.79 -5.439 6.922 -0.016 0.012 -0.007
Si -19.026 -2.759 6.897 0.003 0.025 -0.018
Si -16.382 -0.118 6.899 -0.026 0.022 0.046
Si -13.668 2.68 6.984 -0.023 0.01 -0.01
Si -16.345 5.448 6.885 -0.015 -0.028 0.02
Si -13.654 -8.166 6.738 -0.011 -0.029 0.013
Si -16.329 -5.452 6.886 0.043 0.013 -0.021
Si -13.555 -2.782 6.846 0.014 0.036 0.004
Si -10.768 -0.133 6.861 -0.054 0.032 -0.014
Si -8.214 2.606 6.701 0.02 0.037 -0.015
Si -11.01 5.283 6.807 0.008 -0.016 -0.002
Si -8.145 8.033 6.744 -0.044 -0.01 -0.017
Si -10.903 10.846 6.682 0.041 -0.032 0.016
Si -8.144 -2.832 6.797 0.002 -0.014 0.002
Si -5.41 -0.104 6.784 -0.02 0.005 0.058
Si -2.611 2.743 6.883 0.029 0.01 -0.013
Si -5.437 5.279 6.804 -0.056 -0.014 -0.012
Si -2.671 8.062 6.804 0.005 0.027 -0.016
Si -5.368 -5.511 6.749 0.011 -0.019 -0.021
Si -2.702 -2.831 6.709 -0.059 -0.015 -0.017
Si 1.404 -1.351 19.05 0.031 -0.011 0.001
Si 4.101 1.363 19.1 0.007 0.006 -0.002
Si 1.363 4.067 19.127 0.01 0.012 0.003
Si 4.114 6.8 19.104 -0.006 0 -0.003
Si 1.369 -6.776 19.058 0.013 -0.001 -0.003
Si 4.104 -4.052 18.934 0.007 -0.001 -0.027
Si 6.841 -1.333 18.986 -0.004 -0.013 -0.022
Si 9.518 1.401 19.028 0.027 -0.017 0.009
Si 6.811 4.091 19.103 0.001 0.002 0.011
Si 9.544 6.794 19.082 -0.013 0.012 -0.017
Si 6.819 9.489 19.035 -0.019 0.005 0.005
Si 9.576 -4.101 19.035 -0.001 0.012 -0.008
Si 12.21 -1.387 19.035 -0.008 -0.027 0.005
Si 14.981 1.391 19.036 0.027 -0.008 -0.006
Si 12.255 4.117 19.046 -0.008 0.009 -0.009
Si 14.952 -9.507 19.09 0.018 0.014 0.015
Si 12.223 -6.835 19.107 -0.016 0.008 0.003
Si 14.881 -4.124 19.031 -0.016 0.003 -0.009
Si 17.645 -1.309 19.013 0.024 0.025 -0.012
Si 20.379 1.384 19.104 -0.002 0.004 0.011
Si 17.684 4.105 19.131 0.01 -0.006 0.018
Si 20.373 -9.509 19.078 -0.019 0 -0.011
Si 17.608 -6.825 19.051 -0.032 0 0.01
Si 20.365 -4.032 18.977 -0.013 0.012 -0.019
Si 23.06 -1.366 19.025 -0.019 -0.017 -0.002
Si 25.818 1.376 19.034 0.019 -0.005 -0.016
Si 23.081 4.064 19.084 0.01 -0.019 -0.005
Si 25.786 -9.51 19.021 -0.008 -0.023 0.016
Si 23.123 -6.783 19.059 0.008 0.013 0.002
Si 25.784 -4.057 19.033 -0.018 -0.004 0.011
Si 28.522 -1.339 18.967 -0.006 -0.022 -0.019
Si 31.297 1.44 19.017 0.032 -0.007 0.009
Si 28.524 4.063 18.93 -0.011 -0.019 -0.014
Si 31.271 -9.511 19.06 0.019 -0.01 0.022
Si 28.56 -6.81 18.989 -0.014 0.01 -0.022
Si 31.277 -4.081 19.011 -0.02 0.012 -0.012
Si 33.987 -1.363 18.991 -0.032 -0.006 -0.01
Si 36.702 1.379 19.043 0.01 -0.031 0.042
Si 33.933 4.083 19.033 0.004 -0.001 -0.005
Si 36.641 -9.54 19.04 -0.005 0.014 0.003
Si 34.042 -6.76 18.974 0.016 0.02 -0.01
Si 36.69 -4.031 19.066 0.007 0.011 0.006
Si 39.336 -1.326 18.976 0.022 0.007 -0.013
Si -23.212 1.376 18.96 0.02 0.004 0.032
Si -25.821 4.127 19.02 0.012 0.029 -0.013
Si -23.097 -9.466 19.112 0.022 -0.016 0.003
Si -25.915 -6.794 18.937 -0.006 0.003 -0.011
Si -23.258 -4.135 18.906 -0.004 -0.021 0.019
Si -20.475 -1.43 18.704 -0.082 0.021 0.012
Si -17.572 1.43 18.739 0.026 0.005 -0.004
Si -20.401 4.163 18.971 0.022 -0.011 0.037
Si -17.674 -9.466 19.038 0.006 -0.008 -0.016
Si -20.417 -6.79 19.131 -0.002 -0.005 0.002
Si -17.701 -4.127 19.099 -0.033 0.031 0.001
Si -14.978 -1.45 19.019 -0.016 0.012 -0.015
Si -12.24 1.266 18.982 0.001 0.012 0.023
Si -14.85 4.113 18.849 0.033 0.018 -0.007
Si -12.166 -9.54 19.016 -0.002 -0.007 -0.042
Si -14.945 -6.791 19.152 0.01 -0.023 0.012
Si -12.236 -4.191 19.101 -0.015 -0.04 0.008
Si -9.482 -1.44 19.083 0.023 -0.02 0.023
Si -6.772 1.283 19.121 0.022 -0.018 0.008
Si -9.438 4.001 19.077 -0.009 0.017 0.017
Si -6.762 6.72 19.043 -0.009 -0.008 0.005
Si -9.505 9.433 19.032 0.007 -0.021 -0.002
Si -6.783 -4.112 18.995 0.027 0.01 -0.025
Si -4.06 -1.39 19.158 -0.024 -0.033 0.013
Si -1.383 1.327 19.114 0.011 0.007 0.021
Si -4.07 3.982 19.065 -0.002 0.011 -0.009
Si -1.333 6.774 19.119 -0.007 0.022 0.06
Si -4.029 9.463 19.062 -0.038 0.015 0.011
Si -1.315 -4.074 19.07 -0.01 0.007 -0.016
Si 2.733 -0.002 20.456 -0.01 0.007 0.043
Si 5.471 2.717 20.48 0.034 0.013 0.007
Si 2.764 5.427 20.465 -0.019 0.003 -0.003
Si 5.462 8.194 20.466 -0.011 -0.01 -0.015
Si 2.737 -5.327 20.326 -0.067 -0.009 -0.018
Si 5.482 -2.731 20.267 0.005 -0.007 -0.025
Si 8.188 0.008 20.371 -0.011 0.017 -0.001
Si 10.838 2.814 20.377 -0.022 -0.024 0.009
Si 8.15 5.492 20.46 -0.037 -0.023 0.012
Si 10.899 8.095 20.506 0.004 0.021 0.043
Si 8.24 10.809 20.346 0.03 0.022 -0.008
Si 10.915 -2.778 20.46 0.009 -0.012 0.003
Si 13.562 0.037 20.314 -0.03 -0.012 -0.01
Si 16.321 2.713 20.479 -0.009 -0.001 -0.006
Si 13.625 5.429 20.451 0.001 -0.001 0.007
Si 16.247 -8.135 20.507 0.009 0.029 -0.001
Si 13.564 -5.478 20.487 0.037 0.023 0
Si 16.211 -2.667 20.274 -0.027 0.004 -0.014
Si 18.995 0.014 20.441 -0.01 -0.021 -0.028
Si 21.742 2.726 20.514 -0.02 0 0.017
Si 19.039 5.491 20.509 -0.002 -0.001 -0.003
Si 21.765 -8.154 20.409 0.032 -0.012 0.019
Si 18.984 -5.389 20.278 -0.006 0.011 0.001
Si 21.662 -2.686 20.405 0.01 0.016 -0.007
Si 24.457 -0.028 20.348 0.006 -0.002 -0.009
Si 27.21 2.754 20.359 0.001 -0.013 0.026
Si 24.43 5.456 20.415 -0.005 0 -0.012
Si 27.209 -8.18 20.327 0.024 0.031 0.02
Si 24.439 -5.391 20.45 -0.005 0.023 0.044
Si 27.174 -2.685 20.348 -0.023 0.024 -0.045
Si 29.926 0.025 20.248 -0.071 0.003 -0.018
Si 32.623 2.773 20.492 -0.006 -0.01 0.035
Si 29.881 5.338 20.316 0.024 0.003 0.018
Si 32.703 -8.084 20.327 -0.034 -0.015 0.021
Si 29.912 -5.451 20.351 0.023 0.023 -0.007
Si 32.712 -2.789 20.36 0.007 0.033 0.022
Si 35.254 0.052 20.366 0.026 -0.009 -0.002
Si 38.147 2.729 20.35 0.034 -0.012 0.062
Si 35.253 5.426 20.408 0.005 0.009 0.014
Si 38.057 -8.165 20.3 0.034 -0.007 -0.037
Si 35.428 -5.499 20.411 0.002 -0.035 -0.004
Si 37.948 -2.554 20.422 0.014 -0.021 0.022
Si 40.663 0.034 20.325 -0.042 0.001 -0.008
Si -21.832 2.79 20.222 -0.036 -0.004 -0.002
Si -24.455 5.455 20.432 -0.003 0.001 -0.022
Si -21.757 -8.121 20.556 0.006 -0.014 0.036
Si -24.664 -5.414 20.32 0.024 -0.012 0.06
Si -21.857 -2.723 20.081 0.026 0.017 0.07
Si -18.997 -0.037 19.782 0.099 0.043 0.064
Si -16.231 2.793 20.121 -0.026 -0.035 0.011
Si -19.034 5.498 20.381 -0.052 0.018 -0.012
Si -16.398 -8.099 20.481 -0.054 0.004 0.039
Si -19.116 -5.389 20.535 -0.032 0.017 0.022
Si -16.315 -2.788 20.458 0.01 0.027 0.021
Si -13.635 -0.076 20.341 -0.023 0 0.018
Si -10.837 2.568 20.327 0.009 0.019 -0.009
Si -13.53 5.401 20.294 -0.008 -0.021 0.015
Si -10.832 -8.237 20.446 0.011 -0.02 0.004
Si -13.56 -5.499 20.603 -0.016 0.06 0.017
Si -10.857 -2.83 20.412 -0.004 0.018 0.037
Si -8.1 -0.123 20.494 0.045 0.012 0.011
Si -5.434 2.671 20.492 -0.037 0.014 -0.012
Si -8.081 5.38 20.47 0.04 0.014 -0.052
Si -5.361 8.033 20.393 0.013 0.017 -0.023
Si -8.124 -5.498 20.297 0.002 0.004 -0.006
Si -5.511 -2.771 20.445 0.022 -0.027 -0.061
Si -2.705 -0.018 20.559 -0.028 -0.044 0.06
Si -0.033 2.697 20.477 -0.015 0.031 -0.035
Si -2.686 5.3 20.416 0.017 -0.037 -0.022
Si 0.011 -8.098 20.458 -0.003 0.04 0.028
Si -2.752 -5.378 20.396 0.007 -0.013 -0.028
Si 0.11 -2.744 20.424 -0.004 -0.069 -0.012
Si 1.333 1.371 21.825 0.022 -0.021 0.051
Si 4.128 4.081 21.876 -0.079 0.024 0.004
Si 1.405 6.831 21.776 0.035 0.001 -0.026
Si 4.087 -6.627 21.665 0.02 -0.028 0.012
Si 1.518 -4.012 21.858 0.031 0.044 0.019
Si 4.163 -1.434 21.682 0.012 -0.037 -0.01
Si 6.853 1.312 21.8 -0.026 0.003 -0.02
Si 9.496 4.134 21.825 0.015 -0.005 0.004
Si 6.827 6.863 21.874 0.018 0.037 -0.036
Si 9.501 9.46 21.834 -0.046 -0.028 0.014
Si 6.886 -4.074 21.557 -0.028 -0.013 -0.006
Si 9.562 -1.335 21.72 0.009 0.006 -0.035
Si 12.239 1.45 21.635 0.012 -0.001 -0.013
Si 14.973 4.085 21.842 -0.001 0.001 -0.008
Si 12.28 6.711 21.887 -0.021 -0.008 0.012
Si 14.836 -6.84 21.946 -0.021 -0.05 -0.005
Si 12.225 -4.166 21.913 -0.027 0.008 -0.008
Si 14.845 -1.359 21.668 0.023 -0.026 0.018
Si 17.682 1.358 21.858 0.017 0.012 0.023
Si 20.417 4.159 21.909 0.029 -0.021 -0.026
Si 17.641 -9.461 21.865 0.06 -0.023 0.033
Si 20.402 -6.679 21.614 0.021 -0.014 0.053
Si 17.545 -4.052 21.551 -0.012 -0.015 0.029
Si 20.259 -1.399 21.829 0.041 -0.012 -0.004
Si 23.096 1.215 21.778 -0.03 0.009 -0.007
Si 25.834 4.105 21.73 -0.007 0.012 -0.002
Si 23.084 -9.527 21.84 -0.013 -0.019 -0.007
Si 25.933 -6.771 21.686 0.02 0.05 -0.026
Si 23.003 -4 21.799 0.007 -0.037 -0.013
Si 25.837 -1.332 21.73 -0.022 0 -0.005
Si 28.64 1.383 21.647 0.028 -0.01 0.008
Si 31.222 4.115 21.849 0.011 0.012 0.008
Si 28.519 -9.636 21.636 -0.027 0.009 0.005
Si 31.305 -6.787 21.702 0.015 -0.011 0.035
Si 28.563 -4.043 21.652 0.016 -0.051 0.014
Si 31.328 -1.317 21.536 0.035 -0.008 0.017
Si 33.972 1.369 21.85 0.042 0.004 0.018
Si 36.692 4.014 21.635 -0.033 0.003 -0.032
Si 33.938 -9.459 21.782 0.048 -0.003 0.013
Si 36.803 -6.885 21.786 0.001 0.05 0.04
Si 34.051 -4.207 21.771 -0.043 -0.031 0.102
Si 36.542 -1.216 21.836 0.048 0.02 0.017
Si 39.411 1.356 21.837 -0.004 -0.052 0.067
Si -23.108 4.053 21.775 0.057 -0.015 0.02
Si 39.425 -9.45 21.681 -0.025 0.027 0.035
Si -23.239 -6.641 21.743 0.025 -0.019 0.065
Si 39.28 -3.973 21.688 -0.023 -0.074 0.091
Si 42.116 -1.371 21.459 -0.044 -0.016 0.048
Si -20.283 1.315 21.101 -0.032 0.012 -0.135
Si -17.569 4.086 21.541 -0.019 -0.018 0.004
Si -20.348 -9.56 21.917 -0.018 -0.015 0.042
Si -17.791 -6.745 21.98 -0.029 -0.004 -0.004
Si -20.603 -3.89 21.665 0.046 -0.044 0.093
Si -17.844 -1.26 21.375 -0.039 -0.04 0.004
Si -15.023 1.401 21.544 -0.016 -0.057 0.044
Si -12.165 3.985 21.618 0.041 0.062 0.022
Si -14.952 -9.58 21.604 0.061 0 -0.007
Si -12.141 -6.954 21.93 -0.01 0.041 -0.014
Si -14.975 -4.107 21.98 0.021 0.011 -0.035
Si -12.289 -1.464 21.689 -0.031 -0.007 -0.02
Si -9.527 1.211 21.772 0 0.076 0.015
Si -6.748 4.037 21.913 -0.027 -0.037 0.06
Si -9.475 6.724 21.82 -0.056 -0.081 0.048
Si -6.744 9.476 21.598 0.034 -0.018 0.01
Si -9.456 -4.226 21.732 0.053 -0.029 -0.002
Si -6.815 -1.513 21.961 -0.029 0.024 0.015
Si -4.171 1.314 21.939 -0.01 0.049 0.009
Si -1.416 3.978 21.915 0.008 0.009 0.009
Si -4.03 6.609 21.769 -0.088 -0.009 0.024
Si -1.371 -6.633 21.768 0.094 0.005 -0.018
Si -4.172 -4.096 21.801 -0.018 -0.011 0.001
Si -1.224 -1.429 21.797 0.007 0.025 0.064
Si 0.101 -0.079 23.249 0.076 0.006 0.015
Si 2.752 2.666 23.205 0.001 0 -0.058
Si 0 5.439 23.108 -0.038 0.016 -0.035
Si 2.651 8.462 23.019 -0.459 0.169 -0.239
Si 0.071 -5.294 23.185 0.105 -0.316 -0.281
Si 2.961 -2.682 23.283 0.011 -0.04 0.085
Si 5.508 -0.14 23.07 0.065 0.016 0.031
Si 8.256 2.629 23.139 -0.043 0.019 0.101
Si 5.664 5.336 23.197 0.029 -0.165 -0.386
Si 8.177 8.151 23.343 0.011 0.008 0.026
Si 5.544 -5.327 22.98 -0.014 0.065 0.07
Si 8.186 -2.739 22.963 0.015 0.016 0.026
Si 10.96 0.056 22.977 -0.007 -0.023 0.087
Si 13.512 2.759 23.119 0.026 -0.031 0.002
Si 10.866 5.411 23.282 -0.013 0.034 -0.037
Si 13.522 8.046 23.407 0.004 0.044 0.05
Si 10.885 10.703 23.277 0.026 0.006 0.047
Si 13.582 -2.706 23.182 0.034 -0.004 0.086
Si 16.216 -0.059 23.052 0.043 0.089 0.028
Si 19.052 2.744 23.236 -0.014 0.002 0.03
Si 16.331 5.419 23.237 0.007 0.013 0.031
Si 18.967 -7.848 23 -0.428 0.179 -0.41
Si 16.228 -5.29 23.034 -0.005 0.061 0.029
Si 18.787 -2.806 23.061 -0.012 0.049 0.033
Si 21.681 -0.125 23.196 0.012 0.007 0.035
Si 24.536 2.618 23.001 -0.025 0.016 -0.018
Si 21.841 5.455 23.39 -0.028 -0.023 0.017
Si 24.574 -8.145 22.988 0.014 -0.03 0.043
Si 21.606 -5.373 23.173 0.044 0.02 0.03
Si 24.453 -2.655 23.096 0.041 -0.014 0.049
Si 27.267 0.059 22.981 -0.019 -0.035 0.01
Si 29.967 2.615 23.184 0.006 0.005 0.043
Si 27.211 5.406 23.161 0.013 0.005 0.042
Si 30.314 -8.639 22.743 0.17 -0.15 -0.546
Si 27.272 -5.364 23.072 -0.457 0.251 -0.264
Si 30.024 -2.686 22.855 -0.011 0.017 0.017
Si 32.534 -0.049 23.1 -0.038 0.045 0.003
Si 35.754 2.381 23.056 0.183 -0.248 -0.503
Si 32.05 6.053 22.951 -0.035 -0.012 -0.007
Si 35.683 -8.5 23.094 -0.281 0.221 -0.668
Si 32.604 -5.48 23.194 -0.24 0.344 -0.376
Si 35.181 -2.653 23.132 0.023 0.043 -0.005
Si 37.447 0.595 23.094 -0.052 0.049 -0.038
Si 41.243 2.327 23.083 0.042 0.003 -0.054
Si 37.904 5.561 22.867 0.162 -0.139 -0.636
Si 40.82 -8.167 23.091 -0.329 0.51 -0.061
Si 38.045 -5.402 23.15 -0.115 0.014 -0.761
Si 41.069 -2.96 22.839 0.16 -0.162 -0.399
Si 43.951 -0.3 22.382 0.107 -0.064 0.108
Si -18.605 2.221 22.448 -0.01 0.022 0.039
Si -21.354 4.918 23.073 0.299 -0.149 -0.63
Si -19.046 -8.192 23.415 -0.007 -0.058 0.06
Si -22.466 -4.676 22.875 -0.04 0.03 -0.051
Si -19.687 -1.963 22.637 0.01 -0.045 -0.017
Si -16.957 0.528 22.544 0.11 -0.086 -0.032
Si -13.591 2.653 22.89 0.014 -0.06 -0.011
Si -16.218 5.364 22.994 -0.007 0.029 0.041
Si -13.554 -8.465 23.104 0.008 0.002 0.07
Si -16.26 -5.563 23.357 -0.029 0.035 0.108
Si -13.497 -2.751 23.26 0.018 0.121 0.092
Si -10.883 -0.239 23.069 -0.038 0.011 0.074
Si -8.404 2.813 23.099 0.181 -0.121 -0.715
Si -10.606 5.046 23.066 -0.196 0.209 -0.664
Si -8.038 8.154 23.007 0.06 0.032 0.001
Si -10.651 -5.605 23.22 0.043 0.004 0.023
Si -8.226 -2.947 23.287 -0.033 -0.022 0.063
Si -5.512 -0.1 23.363 -0.01 -0.079 0.049
Si -2.791 2.606 23.379 0.02 -0.002 0.085
Si -5.34 5.331 23.378 -0.036 0.027 -0.009
Si -2.706 -8.173 22.92 0.054 0.051 -0.029
Si -5.493 -5.577 23.128 0.02 0.021 0.085
Si -2.839 -2.596 23.034 -0.068 -0.067 -0.088
Si 2.062 -0.843 24.478 0.087 0.154 -0.634
Si 3.815 0.878 24.323 0.015 -0.002 0.062
Si 1.668 4.413 24.404 -0.297 -0.372 -0.447
Si 3.775 6.651 24.974 0.221 -0.032 0.153
Si 1.052 -6.929 24.445 0.088 0.257 -0.606
Si 4.875 -3.598 24.444 -0.059 0.256 -0.568
Si 6.577 -1.822 24.384 -0.3 -0.003 -0.418
Si 9.833 1.496 24.396 -0.106 -0.069 -0.689
Si 6.903 3.932 24.493 0.175 -0.272 -0.661
Si 9.862 7.069 24.66 -0.067 -0.057 0.045
Si 6.993 -6.426 24.459 -0.121 -0.377 -0.686
Si 9.281 -4.282 24.32 0.203 0.005 -0.711
Si 12.468 -1.019 24.356 -0.032 -0.175 -0.75
Si 14.687 1.149 24.321 0.08 0.085 -0.643
Si 11.967 3.776 24.618 0.349 0.404 -0.038
Si 15.04 6.707 24.704 -0.157 0.046 -0.705
Si 11.617 8.833 24.662 -0.11 -0.14 -0.577
Si 15.372 -3.595 24.411 0.114 0.094 -0.563
Si 17.016 -1.845 24.321 -0.036 -0.062 -0.005
Si 20.718 1.621 24.445 -0.203 -0.204 -0.746
Si 17.955 4.346 24.588 -0.167 -0.335 -0.667
Si 20.321 6.504 24.938 0.628 -0.281 -0.127
Si 17.947 -6.196 24.283 0.008 0.066 -0.015
Si 19.683 -4.5 24.427 -0.026 0.015 -0.008
Si 23.089 -1.434 24.579 -0.062 -0.095 -0.644
Si 26.172 1.622 24.338 -0.329 -0.387 -0.112
Si 23.058 3.721 24.397 0.045 0.258 -0.633
Si 26.028 -9.305 24.437 -0.056 -0.165 -0.676
Si 23.38 -6.584 24.204 -0.256 -0.072 -0.692
Si 25.581 -4.314 24.309 0.22 0.226 -0.711
Si 28.852 -1.191 24.143 -0.113 0.08 -0.627
Si 31.031 0.957 24.585 0.193 0.299 -0.709
Si 28.397 3.781 24.431 0.049 0.151 -0.708
Si -32.564 6.089 25.19 -0.277 0.177 -0.486
Si 28.588 -7.451 24.922 -0.041 -0.032 -0.154
Si 31.606 -3.665 24.27 0.104 -0.037 0.015
Si 33.285 -1.919 24.255 0.036 -0.098 0.02
Si -27.316 0.542 25.384 -0.282 -0.015 -0.607
Si -30.119 4.163 25.634 0.055 -0.253 -0.109
Si -27.194 5.242 25.686 0.146 -0.092 -0.045
Si -31.258 -7.415 25.397 -0.082 0.027 0.005
Si 36.555 -3.524 24.81 -0.59 0.32 0.39
Si -25.909 -2.195 25.373 0.155 -0.081 -0.152
Si 43.39 1.376 23.829 -0.044 0.1 -0.083
Si -24.807 2.111 25.26 0.256 0.016 -0.634
Si -22.705 6.621 24.942 0.056 -0.123 0.097
Si -24.969 -6.742 24.896 0.174 -0.535 -0.536
Si -22.298 -5.121 25.116 -0.042 0.229 -0.639
Si -18.926 -2.041 24.777 -0.305 0.195 -0.651
Si -16.895 0.063 24.755 -0.095 0.115 -0.538
Si -20.14 3.061 23.925 -0.257 -0.161 -0.28
Si -17.279 -9.425 24.432 -0.159 0.036 -0.605
Si -20.439 -7.519 25.288 0.366 -0.073 -0.541
Si -16.911 -4.388 25.314 -0.018 -0.38 -0.458
Si -14.121 -1.247 25.042 0.049 -0.281 -0.636
Si -12.344 1.187 24.208 0.137 -0.024 -0.661
Si -14.546 4.282 24.244 0.182 0.275 -0.402
Si -12.963 -10.22 24.586 -0.636 0.047 0.08
Si -15.011 -7.236 24.417 -0.03 0.044 -0.598
Si -11.815 -3.992 24.432 -0.015 0.058 0.013
Si -10.129 -2.085 24.45 0.05 -0.08 -0.017
Si -6.979 0.771 25.025 0.207 -0.294 -0.54
Si -8.331 3.417 27.654 0.138 -0.094 0.067
Si -6.369 7.236 24.342 0.209 -0.025 -0.54
Si -8.781 9.826 24.493 0.014 0.311 -0.479
Si -7.141 -4.649 24.573 0.087 0.028 0.045
Si -3.543 -0.835 24.485 -0.043 0.076 -0.02
Si -1.713 0.799 24.52 0.005 -0.027 0.028
Si -4.061 3.955 24.917 -0.002 0.02 0.177
Si -1.112 7.135 24.28 -0.006 -0.091 -0.72
Si -4.58 -7.528 24.14 -0.253 0.011 -0.525
Si -2.051 -3.997 24.664 -0.138 0.229 -0.402
Si 3.82 0.883 28.435 0.063 -0.178 0.032
Si 8.11 -5.288 -3.167 0.091 0.057 0.076
Si 2.057 6.8 -3.795 -0.052 0.022 -0.063
Si 3.757 6.779 28.037 0.024 0.071 -0.059
Si 1.582 -5.752 27.339 0.442 -0.379 0.294
Si 1.307 -0.735 27.512 0.082 -0.004 -0.119
Si -0.921 1.088 26.743 -0.224 -0.125 -0.608
Si 9.843 0.621 28.594 -0.102 -0.079 0.053
Si 8.709 5.796 26.431 0.337 0.403 -0.355
Si 5.619 -5.382 26.87 0.495 0.435 0.162
Si 12.011 -6.185 27.508 0.055 -0.02 -0.043
Si 15.028 -5.173 27.176 0.044 0.148 -0.195
Si 19.73 -0.186 26.711 0.031 -0.043 -0.062
Si 15.049 2.184 27.165 -0.069 0.103 -0.077
Si 7.598 5.927 -2.897 -0.03 -0.044 -0.019
Si 11.242 -6.204 -3.393 -0.132 0.008 -0.027
Si 19.639 -3.065 26.32 -0.121 -0.414 -0.423
Si 13.79 -2.777 -2.039 -0.004 -0.058 -0.107
Si 22.019 2.062 -4.234 -0.043 0.102 0.035
Si 22.453 5.576 28.897 -0.028 -0.013 -0.065
Si 17.629 6.871 -3.182 0.429 -0.393 0.438
Si 20.835 4.929 -4.349 -0.091 0.038 -0.01
Si 13.207 4.689 26.472 -0.318 -0.383 -0.436
Si 22.335 -3.504 26.964 -0.085 0.114 -0.014
Si 25.223 0.257 25.939 0.263 0.438 -0.411
Si 30.18 5.113 26.74 0.01 -0.039 -0.021
Si 27.061 -6.752 -4.14 -0.074 0.057 0.133
Si 22.126 -6.567 26.735 -0.109 0.005 0.071
Si 19.749 -8.002 27.243 -0.013 -0.029 -0.093
Si 28.539 -3.768 28.16 0.145 -0.106 -0.096
Si 26.953 -2.424 26.177 0.02 -0.048 -0.069
Si -31.741 -1.909 26.57 0.446 -0.442 -0.361
Si 29.701 5.606 -3.936 -0.021 -0.071 0.061
Si -26.133 3.103 -4.136 -0.379 -0.194 -0.396
Si -28.542 0.782 28.154 0.483 0.162 0.039
Si 31.276 -3.926 26.61 0.145 0.148 -0.601
Si -28.649 -2.337 28.817 -0.2 -0.267 -0.467
Si 31.867 1.298 -3.329 0.047 0.052 -0.061
Si -30.886 2.895 28.454 0.068 -0.015 0.056
Si -27.947 -7.848 -2.193 -0.008 0.055 -0.022
Si 26.938 -3.89 -3.982 -0.047 -0.017 0.008
Si -30.257 -5.488 27.803 0.067 0.427 -0.552
Si -20.065 0.036 -4.199 -0.025 0.017 -0.1
Si -22.453 -0.076 0.855 0.08 -0.084 0.134
Si -23.814 4.943 -1.155 0.017 0.03 -0.038
Si -24.046 6.403 27.726 0.064 0.062 -0.038
Si 33.456 -5.628 0.727 0.248 -0.307 0.528
Si -21.498 -2.484 26.513 0.025 0.081 -0.118
Si -17.58 -2.685 -0.716 -0.559 -0.129 0.434
Si -16.182 2.668 26.355 0.056 0 -0.067
Si -18.588 4.596 26.26 0.001 -0.032 -0.153
Si -17.69 -5.327 28.045 -0.074 -0.049 -0.095
Si -19.763 -7.602 28.294 -0.081 -0.015 -0.135
Si -15.774 6.474 28.633 -0.046 -0.007 0.009
Si -12.366 -7.377 28.192 0.02 -0.016 0.034
Si -10.806 1.936 26.624 -0.049 0.083 0.028
Si -12.948 2.902 -2.036 -0.146 0.164 -0.132
Si -8.788 -3.177 -3.131 0.09 0.046 0.078
Si -12.922 -5.193 -0.023 -0.128 -0.635 0.24
Si -14.467 -3.281 27.095 -0.112 0.089 -0.005
Si -9.485 -0.832 26.3 -0.064 -0.23 -0.523
Si -5.863 -4.163 26.615 -0.522 -0.083 -0.534
Si -8.476 6.062 28.843 0.139 0.13 0.033
Si -7.764 -8.038 26.875 0.053 -0.079 -0.231
Si -6.952 -5.846 28.771 0.033 0.034 -0.112
Si -1.434 -5.608 28.405 0.106 0.084 -0.027
Si -3.598 -2.128 26.442 0.049 0.311 -0.438
Si -3.141 2.183 28.748 -0.096 -0.337 0.486
Si -0.236 -8.13 -2.507 -0.015 -0.019 -0.062
Si 3.276 -6.646 28.646 -0.602 0.215 -0.43
Si -3.42 -6.134 26.232 0.094 0.013 -0.119
Si -2.42 5.164 26.196 -0.354 -0.339 -0.411
Si 5.561 -0.505 0.893 -0.005 -0.14 0.121
Si 5.219 1.78 25.981 -0.351 -0.389 -0.518
Si 2.037 1.498 -1.14 0.084 -0.059 0.034
Si 3.217 5.935 -0.923 0.062 0.092 -0.095
Si 7.861 0.037 26.444 0.008 -0.127 -0.062
Si 2.214 -3.239 28.817 -0.003 -0.086 -0.007
Si 11.428 1.472 -1.945 0.028 0.02 0.008
Si 15.498 1.603 -0.14 0.089 -0.235 0.559
Si 2.662 -3.739 -2.318 0.086 0.156 0.036
Si 7.051 -4.262 28.411 -0.595 -0.402 -0.498
Si 5.241 1.216 -1.485 -0.131 0.046 -0.01
Si 11.844 -4.767 -0.765 0.105 -0.071 -0.003
Si 14.142 0.167 -2.507 -0.078 -0.037 0.123
Si 11.728 -1.375 27.286 -0.004 0.009 -0.123
Si 12.276 7.2 -4.204 -0.004 0.18 -0.095
Si 16.789 -6.723 -2.725 0.109 0.031 0.042
Si 9.975 -3.769 27.209 -0.019 -0.009 -0.041
Si 9.561 -3.26 0.649 -0.012 0.019 0.618
Si 17.606 3.576 27.653 0.089 0.049 -0.052
Si 23.292 -7.558 0.386 0.475 -0.37 -0.149
Si 20.329 7.641 0.38 -0.243 -0.1 0.56
Si 16.138 -3.873 -3.344 -0.056 0.05 0
Si 16.966 -7.403 26.034 0.354 0.406 -0.394
Si 24.683 0.06 28.772 0.018 -0.092 0.046
Si 22.5 -4.873 -1.156 0.07 0.042 0.087
Si 22.455 1.732 -1.358 -0.018 -0.101 -0.088
Si 29.419 3.067 -2.404 -0.063 0.054 -0.087
Si 30.574 5.357 -1.091 0.016 -0.037 0.001
Si 22.166 -6.265 -3.974 -0.098 0.046 -0.002
Si 24.739 -0.369 -1.317 0.058 0.118 -0.032
Si 26.506 2.034 -1.899 -0.023 0.023 0.097
Si -31.678 4.566 -0.333 -0.078 0.09 -0.011
Si 30.933 -1.7 -2.887 0.061 -0.028 0.025
Si -27.488 -5.63 -4.311 0.09 0.021 0.042
Si 24.551 5.29 26.646 -0.041 0.018 -0.008
Si 24.968 -1.349 -4.145 0.092 -0.027 -0.014
Si -28.219 -1.774 -1.631 -0.062 0.018 0.053
Si -32.497 -3.795 -4.372 -0.083 0.058 -0.144
Si 31.119 -5.998 -3.223 -0.086 0.066 0.11
Si -27.004 5.883 0.619 -0.014 0.007 0.036
Si 32.41 0.779 27.438 0.07 -0.005 -0.223
Si -29.794 -3.321 26.984 -0.046 0.095 -0.078
Si -22.55 0.444 25.779 0.257 0.047 -0.582
Si -19.145 6.16 0.972 0.35 0.431 0.324
Si -28.233 1.073 -0.439 -0.133 -0.007 0.037
Si -23.844 1.037 -3.67 0.057 0.008 0.025
Si -26.464 7.842 26.903 0.019 -0.038 -0.026
Si -25.554 -3.031 28.309 -0.065 0.091 0.001
Si -21.656 0.807 -1.79 -0.079 0.145 -0.023
Si -18.798 5.836 28.832 0.014 0.013 -0.045
Si -22.779 -7.229 -1.043 -0.066 -0.06 0.067
Si -14.648 -1.289 -3.192 0.026 -0.019 0.049
Si -22.155 -6.283 -3.943 -0.085 0.08 0.073
Si -17.594 -1.339 -3.325 0.002 -0.138 0.079
Si -14.67 3.993 -4.272 -0.023 -0.045 0.035
Si -11.958 0.128 -2.402 0.014 -0.161 0.029
Si -14.402 7.157 -1.819 -0.122 -0.128 0.043
Si -11.648 5.764 -2.081 -0.069 -0.082 -0.066
Si -15.072 -4.016 -1.684 -0.023 0.077 0.033
Si -7.67 4.188 -2.645 -0.014 -0.049 0.057
Si -6.693 1.175 0.021 -0.082 0.05 -0.047
Si -12.479 3.758 28.362 -0.09 -0.147 -0.043
Si -13.209 6.256 26.905 -0.079 0.158 -0.532
Si -12.842 -5.467 26.099 0.184 0.274 -0.559
Si -9.56 -0.582 -4.204 -0.031 0.13 0.019
Si -4.362 -0.491 -2.525 0.07 -0.056 0.012
Si -5.425 2.771 26.632 0.422 0.387 -0.436
Si -3.795 6.994 -0.654 -0.112 -0.028 -0.032
Si -5.258 7.555 -3.017 -0.068 0.075 0.07
Si -3.719 -6.432 0.019 -0.173 -0.008 0.005
Si -2.102 -1.189 -4.201 -0.056 0.011 -0.026
Si 0.981 4.149 -0.057 0.034 -0.166 0.031
Si 5.516 -0.321 -4.14 0.023 0.047 -0.149
Si 6.784 6.912 28.649 0.044 0.034 -0.034
Si -1.087 6.194 -0.41 -0.113 0.121 0.183
Si 0.344 3.774 27.078 0.059 0.164 0.062
Si -1.916 -4.014 0.081 -0.081 0.115 -0.013
Si -0.466 0.459 -2.103 -0.022 0.017 0.098
Si -0.164 -5.057 -2.155 -0.008 0.022 0.038
Si 5.187 4.006 -2.393 -0.021 0.057 -0.111
Si 8.688 5.905 0.034 0.056 -0.121 0.104
Si 14.825 7.579 -2.432 0.061 -0.085 0.01
Si 4.378 -3.348 0.29 -0.138 -0.086 0.636
Si 7.142 -4.85 -0.155 0.048 -0.012 0.033
Si 10.896 -0.331 0.445 0.043 0.053 0.232
Si 17.91 3.377 -0.04 -0.026 0.073 -0.015
Si 12.941 3.303 0.027 -0.072 -0.131 0.02
Si 11.635 5.795 0.476 -0.018 0.023 0.023
Si 9.621 3.732 28.669 -0.098 0.101 -0.013
Si 17.274 -1.533 26.615 -0.084 -0.086 -0.598
Si 18.653 -1.108 -0.014 0.067 0.026 0.042
Si 19.16 5.641 -1.824 -0.467 0.497 -0.302
Si 13.885 7.661 0.596 -0.049 -0.027 0.085
Si 20.15 1.383 0.632 0.079 -0.277 0.642
Si 18.2 -6.442 0.005 0.102 -0.142 0.082
Si 14.601 -0.727 28.126 0.066 0.151 -0.125
Si 16.363 -2.449 -0.741 -0.059 -0.17 0.045
Si 24.46 3.756 -0.546 -0.147 -0.116 0.67
Si 26.804 6.631 -4.365 0.064 0.026 0.073
Si 25.379 8 -0.158 -0.431 0.085 0.4
Si 19.808 -3.847 0.074 0.065 -0.014 0.061
Si 23.999 -2.635 0.443 -0.146 -0.083 0.047
Si 29.081 7.953 27.506 0.092 0.082 0.067
Si -32.573 -0.016 0.888 0.036 0.102 0.151
Si 24.93 6.176 -2.338 0.043 -0.003 0.045
Si 30.329 -1.858 0.181 -0.074 -0.031 0.088
Si 28.505 -5.296 -2.019 -0.039 -0.015 0.013
Si -31.215 1.596 -1.343 0.121 -0.064 0.027
Si 27.535 -6.246 0.709 0.275 -0.603 0.342
Si -25.316 7.458 -1.417 0.047 -0.033 0.037
Si -30.49 6.481 -2.325 -0.052 0.035 -0.047
Si 30.678 7.382 1.049 -0.203 0.157 0.762
Si 32.649 -7.736 -1.217 0.125 -0.032 0.05
Si -29.447 -3.717 0.539 0.121 0.38 0.43
Si -26.574 3.647 -1.243 -0.009 -0.017 0.102
Si -21.811 1.031 28.426 -0.054 0.024 0.115
Si -25.145 3.809 27.529 0.018 -0.011 -0.009
Si -27.273 -5.975 0.087 0.149 0 0.035
Si -24.632 -4.269 -3.701 0.013 -0.011 0.037
Si 40.487 -1.93 1.271 -0.397 0.478 0.377
Si -21.13 3.803 -2.341 0.081 -0.023 -0.039
Si -15.399 2.526 -0.276 -0.027 -0.015 -0.112
Si -22.29 6.673 0.825 -0.304 0.201 0.505
Si -25.841 -3.608 -1.184 0.068 0.064 0.13
Si -21.241 -5.575 0.973 0.06 -0.174 -0.032
Si -18.883 -3.59 1.041 0.703 -0.091 -0.076
Si -16.359 -0.2 0.681 -0.071 0.019 0.086
Si -18.646 5.698 -1.877 0.614 -0.443 -0.077
Si -16.47 4.835 -2.019 -0.607 0.321 0.047
Si -13.983 -7.253 0.47 0.527 0.498 -0.035
Si -14.904 -5.391 -4.265 -0.101 -0.038 0.083
Si -4.216 -1.934 0.238 -0.018 -0.027 0.157
Si -7.352 -0.72 -2.285 0.021 -0.004 0.048
Si -10.84 0.291 0.322 -0.079 -0.057 0.192
Si -9.068 2.783 -0.415 -0.004 0.093 0.056
Si -5.124 3.298 -1.227 -0.031 -0.049 0.014
Si -10.697 -5.297 -2.276 -0.106 0.071 0.007
Si -8.473 -6.758 -0.846 0.06 0.096 0.119
Si -4.946 5.17 1.289 0.382 -0.465 0.516
Si 0.31 -0.046 0.697 -0.024 -0.086 0.014
Si -2.483 6.725 -4.198 0.2 0.009 0.072
Si -8.903 6.865 -1.806 -0.04 -0.066 -0.061
Si -5.719 -5.861 -2.172 -0.023 -0.024 0.014
Si -2.827 2.299 -2.719 0.149 0.236 -0.491
Si 1.427 -1.431 8.232 0.005 -0.017 0.022
Si 4.103 1.399 8.136 -0.002 -0.001 -0.003
Si 1.433 4.046 8.133 0.016 -0.008 0.005
Si 4.103 6.826 8.038 -0.009 0.008 0
Si 1.465 9.433 8.121 0.014 -0.017 -0.025
Si 4.149 12.194 8.198 0.019 0.002 0.022
Si 6.802 -1.316 8.183 -0.012 -0.034 0.016
Si 9.482 1.48 8.218 -0.038 0.038 -0.033
Si 6.786 4.164 8.073 -0.002 -0.008 0.006
Si 9.496 6.846 8.052 -0.012 -0.003 -0.018
Si 6.831 9.485 8.106 -0.007 0 -0.036
Si 9.478 -4.043 8.208 -0.022 0.004 -0.002
Si 12.264 -1.406 8.164 0.019 0.026 -0.049
Si 14.959 1.305 8.142 0.031 -0.013 -0.005
Si 12.24 4.058 8.1 0.013 0.006 0.006
Si 14.96 6.745 8.106 0.019 -0.039 0.004
Si 12.253 -6.809 8.151 -0.004 -0.026 -0.01
Si 14.966 -4.139 8.149 0.047 -0.015 -0.005
Si 17.585 -1.338 8.088 0.015 0.008 -0.011
Si 20.369 1.426 8.063 -0.035 0.004 0.022
Si 17.703 4.082 8.113 0.013 0.02 0.032
Si 20.456 6.74 8.04 0.03 -0.027 -0.026
Si 17.6 -6.8 8.079 -0.018 -0.007 0.007
Si 20.334 -4.078 8.217 -0.002 -0.009 0.024
Si 23.044 -1.262 8.236 -0.033 0.003 0.011
Si 25.82 1.36 8.094 -0.015 -0.017 -0.028
Si 23.093 4.098 8.039 -0.022 0.003 0.007
Si 25.834 6.809 8.116 -0.023 -0.013 -0.005
Si 23.165 -6.83 8.108 0.031 0.005 -0.036
Si 25.816 -4.061 8.23 0.02 0.008 -0.004
Si 28.511 -1.335 8.127 0.018 -0.006 0.011
Si 31.299 1.383 8.146 0.024 0.003 -0.002
Si 28.556 4.136 8.156 0.011 0.019 0.008
Si 31.324 6.838 8.259 0.025 0.04 0.029
Si 28.599 -6.789 8.228 -0.026 -0.019 -0.001
Si 31.195 -3.994 8.101 -0.007 -0.012 -0.033
Si 33.943 -1.267 8.113 -0.025 0.008 0.002
Si 36.655 1.462 8.179 -0.014 -0.005 0.014
Si 34.028 4.155 8.146 0.005 0.02 0.019
Si -28.589 6.886 8.131 0.025 0 -0.01
Si 33.977 -6.719 8.194 -0.009 0.007 -0.002
Si -28.598 -4.017 8.193 -0.015 0.002 0.003
Si -25.856 -1.318 8.265 0.012 0.009 -0.001
Si -23.172 1.413 8.265 0.017 -0.004 -0.034
Si -25.953 4.187 8.259 -0.044 -0.012 -0.001
Si -23.193 6.79 8.21 -0.033 -0.008 -0.016
Si -25.879 -6.712 8.175 -0.021 0.006 -0.009
Si -23.165 -4.039 8.212 -0.009 -0.008 -0.003
Si -20.391 -1.377 8.258 0.018 -0.04 -0.03
Si -17.743 1.335 8.159 -0.023 -0.016 -0.017
Si -20.377 4.019 8.214 0.034 0.002 -0.025
Si -17.713 6.779 8.245 -0.001 0.001 -0.012
Si -20.449 -6.815 8.262 0.005 -0.026 -0.005
Si -17.673 -4.104 8.252 -0.032 0.002 0.016
Si -14.93 -1.421 8.21 -0.002 -0.009 -0.001
Si -12.186 1.277 8.178 -0.006 0.002 -0.026
Si -14.997 4.091 8.27 -0.046 -0.008 0.001
Si -12.314 6.74 8.12 -0.02 0.003 0.001
Si -14.944 -6.831 8.186 -0.004 -0.011 -0.006
Si -12.193 12.16 8.165 -0.006 0.007 -0.021
Si -9.438 -1.468 8.22 0.02 -0.009 0.001
Si -6.805 1.274 8.106 0.007 -0.016 -0.034
Si -9.524 3.993 8.116 0.003 -0.036 -0.022
Si -6.79 6.695 8.128 0.056 0.038 0.003
Si -9.52 9.456 8.054 0.012 0 -0.006
Si -6.757 12.137 8.125 0.024 0.008 0.021
Si -4.04 -1.465 8.126 0.009 0.016 -0.004
Si -1.313 1.31 8.216 -0.028 -0.013 0.008
Si -4.047 4.018 8.213 0.007 0.001 0.014
Si -1.299 6.756 8.18 0.005 -0.003 0.019
Si -4.037 -6.876 8.136 0.002 0.01 0.01
Si -1.328 -4.148 8.13 -0.018 0.019 0.003
Si 2.766 0.008 9.524 -0.01 -0.004 -0.01
Si 5.467 2.768 9.475 -0.004 0.017 -0.005
Si 2.777 5.448 9.46 0 0.013 -0.01
Si 5.452 8.147 9.465 -0.006 0.003 0
Si 2.766 10.826 9.52 -0.001 0.004 -0.003
Si 5.47 -2.715 9.54 -0.008 -0.005 -0.003
Si 8.158 0.045 9.537 0.008 -0.003 -0.007
Si 10.884 2.782 9.544 0.022 -0.016 0.004
Si 8.166 5.481 9.457 -0.02 0.004 -0.002
Si 10.858 -8.163 9.473 0.006 0.019 0
Si 8.15 -5.463 9.513 0.008 -0.013 0.006
Si 10.872 -2.704 9.54 0.015 -0.006 0.009
Si 13.61 -0.036 9.525 0.021 -0.022 0.006
Si 16.332 2.703 9.463 0.004 -0.009 0.017
Si 13.597 5.411 9.475 -0.016 -0.032 -0.005
Si 16.295 -8.181 9.469 -0.004 0.029 -0.003
Si 13.606 -5.469 9.523 -0.016 0.013 0.012
Si 16.292 -2.723 9.492 -0.026 0.01 0.003
Si 18.998 0.031 9.424 -0.008 -0.012 -0.009
Si 21.734 2.762 9.447 0.007 0.005 -0.001
Si 19.065 5.449 9.458 -0.01 0.003 0.001
Si 21.772 -8.195 9.443 0.003 0.007 -0.004
Si 18.965 -5.471 9.503 0 0.021 0.004
Si 21.696 -2.685 9.541 -0.026 0.005 0
Si 24.458 0.071 9.532 -0.003 0.016 -0.002
Si 27.171 2.741 9.469 0.013 -0.009 -0.018
Si 24.445 5.444 9.447 0.016 -0.004 -0.004
Si 27.178 -8.154 9.512 0.021 0.002 0.003
Si 24.447 -5.447 9.529 0.017 -0.014 0.003
Si 27.189 -2.687 9.539 0.006 0.005 -0.005
Si 29.894 0.028 9.479 -0.017 -0.013 -0.008
Si 32.644 2.773 9.49 0.011 -0.005 -0.009
Si 29.913 5.465 9.544 -0.01 0.023 -0.006
Si 32.658 -8.094 9.576 0.006 -0.012 0.018
Si 29.914 -5.369 9.536 -0.006 -0.016 -0.007
Si 32.575 -2.647 9.465 -0.01 0.006 -0.011
Si 35.296 0.07 9.503 0.006 0.003 -0.002
Si -27.278 2.785 9.575 0.011 -0.003 0.002
Si -29.928 5.519 9.52 -0.014 0.011 -0.002
Si -27.23 -8.101 9.517 0.025 -0.003 0.002
Si -29.952 -5.375 9.551 0.008 -0.008 0.01
Si -27.246 -2.677 9.569 0.005 0.012 0.006
Si -24.498 0.031 9.61 -0.014 0.001 0.019
Si -21.76 2.716 9.598 -0.019 0.009 0
Si -24.552 5.495 9.6 0.01 0.005 0.011
Si -21.814 -8.185 9.573 0.017 -0.01 -0.001
Si -24.514 -5.403 9.562 0.013 0 -0.001
Si -21.785 -2.714 9.582 -0.019 0.017 0.001
Si -19.041 -0.006 9.591 0.013 0.025 -0.001
Si -16.369 2.687 9.548 -0.023 0.01 -0.001
Si -19.05 5.398 9.581 -0.016 -0.009 0.018
Si -16.311 -8.18 9.552 -0.009 0.014 0
Si -19.06 -5.452 9.582 0.015 0.013 0.008
Si -16.287 -2.76 9.584 0.036 -0.024 0.005
Si -13.571 -0.045 9.549 -0.016 0.003 -0.002
Si -10.839 2.646 9.529 -0.013 0.002 0
Si -13.608 5.433 9.58 0 -0.005 0.017
Si -10.875 8.092 9.441 0.009 0.003 -0.003
Si -13.559 10.82 9.535 0.016 -0.017 0.007
Si -10.847 -2.801 9.537 0.002 0.001 0.016
Si -8.096 -0.076 9.539 0.002 0.018 0.001
Si -5.435 2.629 9.501 0.007 -0.005 -0.007
Si -8.151 5.35 9.488 -0.002 0.011 -0.004
Si -5.423 8.083 9.483 0.003 0 0.001
Si -8.151 10.786 9.467 0.003 0.001 0.008
Si -5.404 -2.81 9.497 -0.033 -0.006 0.009
Si -2.708 -0.072 9.513 -0.022 0.012 -0.002
Si 0.07 2.69 9.524 0.002 -0.004 -0.01
Si -2.679 5.404 9.537 0 0.002 0.004
Si 0.075 8.117 9.514 -0.013 0.002 0.001
Si -2.679 -5.51 9.505 -0.011 -0.014 -0.002
Si 0.02 -2.79 9.533 0.01 0.002 -0.008
Si 1.403 1.342 10.901 0.003 0.011 0.01
Si 4.11 4.099 10.857 0.002 0.002 0.008
Si 1.411 6.757 10.875 -0.005 -0.018 0.006
Si 4.121 9.486 10.881 0.005 -0.005 0.001
Si 1.389 -4.14 10.885 -0.018 -0.02 -0.002
Si 4.101 -1.363 10.894 0 0.007 0.004
Si 6.79 1.395 10.876 -0.008 -0.006 0.004
Si 9.508 4.132 10.872 0.013 0.013 -0.001
Si 6.808 6.806 10.848 -0.006 -0.008 0.005
Si 9.524 -6.808 10.865 0.003 0.002 0.001
Si 6.816 -4.092 10.889 0.003 0.027 -0.004
Si 9.529 -1.323 10.887 -0.002 0.005 -0.004
Si 12.247 1.367 10.86 -0.019 0 -0.017
Si 14.968 4.065 10.836 0.024 0.017 -0.005
Si 12.225 6.781 10.83 -0.016 -0.011 -0.004
Si 14.957 -6.832 10.87 -0.024 -0.022 0.009
Si 12.239 -4.09 10.868 0 -0.008 0.002
Si 14.955 -1.38 10.891 -0.007 -0.007 0.019
Si 17.669 1.358 10.847 0 0 0.003
Si 20.387 4.094 10.844 -0.003 -0.01 0
Si 17.692 6.81 10.823 0.033 0.015 -0.006
Si 20.381 -6.831 10.816 -0.02 -0.002 -0.01
Si 17.648 -4.079 10.866 0.01 -0.009 0.008
Si 20.328 -1.317 10.855 0.008 -0.004 0.004
Si 23.081 1.422 10.857 -0.013 -0.011 0.009
Si 25.798 4.091 10.831 -0.038 -0.004 0
Si 23.105 6.794 10.845 0.011 -0.017 0
Si 25.819 -6.794 10.879 0.007 0.011 0.017
Si 23.072 -4.072 10.866 0.012 0.003 0.006
Si 25.809 -1.322 10.87 -0.004 -0.013 -0.002
Si 28.533 1.389 10.842 0.024 0.017 -0.001
Si 31.27 4.098 10.876 -0.001 0.006 0.006
Si 28.529 6.817 10.882 -0.017 0 0.007
Si 31.266 -6.736 10.891 -0.005 0.007 0.004
Si 28.538 -4.045 10.898 -0.008 -0.009 0.008
Si 31.23 -1.324 10.864 -0.01 -0.001 0.004
Si 33.958 1.414 10.88 -0.005 -0.002 -0.003
Si -28.612 4.154 10.917 0.011 -0.002 0.004
Si 33.995 6.841 10.91 0.001 0.014 0.014
Si -28.595 -6.762 10.888 -0.013 -0.014 -0.009
Si 33.934 -4.008 10.854 -0.004 0.004 -0.01
Si -28.628 -1.3 10.87 -0.007 0.005 -0.008
Si -25.896 1.407 10.902 -0.009 -0.009 -0.003
Si -23.151 4.107 10.901 0.002 -0.002 -0.008
Si -25.894 6.874 10.923 0.005 0.003 0
Si -23.156 -6.786 10.907 -0.008 -0.012 -0.007
Si -25.879 -4.048 10.911 0.007 -0.007 -0.006
Si -23.133 -1.343 10.939 0.023 0.019 0.009
Si -20.41 1.346 10.949 -0.012 -0.015 0.009
Si -17.686 4.05 10.938 -0.008 -0.007 0.005
Si -20.428 6.777 10.903 0.013 0.004 -0.006
Si -17.674 -6.816 10.9 -0.009 -0.003 -0.003
Si -20.417 -4.08 10.925 -0.013 -0.007 -0.004
Si -17.654 -1.373 10.92 0 0.011 -0.01
Si -14.95 1.334 10.883 0.006 0.008 -0.008
Si -12.204 4.037 10.874 -0.006 -0.003 -0.007
Si -14.958 6.79 10.928 0.003 -0.009 0.008
Si -12.197 9.447 10.866 -0.016 -0.005 0
Si -14.918 -4.137 10.899 -0.028 0.019 -0.003
Si -12.202 -1.422 10.888 0.002 0.004 -0.001
Si -9.466 1.292 10.881 -0.002 -0.019 -0.004
Si -6.772 4.012 10.859 -0.004 -0.012 -0.001
Si -9.508 6.741 10.83 0.001 -0.004 0.008
Si -6.785 9.444 10.849 -0.007 -0.005 0.015
Si -9.475 -4.163 10.873 0.007 -0.002 0.008
Si -6.739 -1.44 10.885 0.029 0.013 0.005
Si -4.067 1.284 10.876 -0.014 -0.03 0.019
Si -1.314 4.037 10.881 -0.011 -0.015 -0.004
Si -4.047 6.763 10.88 0.008 0.01 0
Si -1.306 -6.847 10.872 0.019 0.021 0.002
Si -4.047 -4.156 10.87 0.006 0.007 -0.002
Si -1.335 -1.409 10.883 0.009 0.002 0.004
Si 0.021 -0.028 12.24 0.003 0.007 0
Si 2.753 2.733 12.236 -0.002 0.004 -0.008
Si 0.039 5.407 12.244 0.004 0.003 -0.009
Si 2.756 8.128 12.243 0.008 0.006 0.006
Si 0.032 -5.486 12.254 -0.002 0.003 0.003
Si 2.733 -2.74 12.24 -0.018 0.01 -0.01
Si 5.448 0.016 12.246 -0.002 -0.006 -0.003
Si 8.164 2.743 12.231 -0.004 0 0.005
Si 5.463 5.445 12.229 0.008 -0.007 0
Si 8.163 -8.162 12.226 -0.006 0 0.001
Si 5.456 -5.453 12.249 -0.004 -0.002 -0.003
Si 8.176 -2.713 12.232 0.001 -0.02 -0.003
Si 10.889 0.025 12.244 -0.001 -0.012 0.016
Si 13.609 2.723 12.224 0.015 -0.013 -0.006
Si 10.882 5.457 12.239 -0.021 0.006 0.011
Si 13.583 -8.184 12.211 0.001 0.012 0.006
Si 10.882 -5.447 12.225 0.003 -0.002 -0.004
Si 13.588 -2.732 12.24 0.002 0.019 -0.001
Si 16.314 0.004 12.228 0.016 -0.018 -0.001
Si 19.025 2.731 12.204 0.011 -0.004 -0.004
Si 16.325 5.444 12.187 -0.001 -0.007 -0.005
Si 19.03 -8.162 12.216 -0.008 -0.013 0.006
Si 16.302 -5.45 12.229 -0.001 0.014 0.002
Si 19 -2.705 12.226 -0.005 0.013 0
Si 21.719 0.035 12.202 -0.004 0.012 -0.006
Si 24.443 2.759 12.228 -0.007 0.012 0.005
Si 21.737 5.45 12.216 -0.01 0.005 0.003
Si 24.448 -8.158 12.222 -0.002 -0.009 0.003
Si 21.711 -5.447 12.208 -0.006 0.005 0.006
Si 24.443 -2.701 12.215 0.01 0.001 0.003
Si 27.172 0.034 12.222 -0.004 -0.001 -0.006
Si 29.891 2.739 12.219 0.003 -0.006 0.003
Si 27.152 5.45 12.214 0.017 -0.006 -0.004
Si 29.889 -8.119 12.22 -0.001 0.008 -0.016
Si 27.17 -5.419 12.234 0.009 0.009 -0.001
Si 29.892 -2.687 12.245 -0.005 -0.012 0.002
Si 32.589 0.043 12.217 0.004 0.004 -0.002
Si -29.969 2.768 12.244 -0.009 0.001 -0.007
Si 32.615 5.47 12.238 0.006 -0.002 -0.005
Si -29.933 -8.123 12.263 0.019 -0.012 0.012
Si 32.612 -5.38 12.245 -0.007 -0.013 0.005
Si -29.984 -2.667 12.22 -0.007 0.009 -0.005
Si -27.262 0.042 12.231 -0.008 0 -0.005
Si -24.518 2.751 12.251 0.004 -0.017 -0.006
Si -27.24 5.495 12.269 0.005 0.014 0.008
Si -24.515 -8.121 12.274 -0.001 0.002 0.012
Si -27.236 -5.415 12.253 0.009 -0.006 0.004
Si -24.51 -2.705 12.265 0.006 0.017 0.005
Si -21.775 0 12.301 0 -0.009 0.014
Si -19.047 2.708 12.294 -0.001 0.006 0.004
Si -21.792 5.447 12.264 -0.006 0.005 0.009
Si -19.042 -8.18 12.232 0 -0.001 -0.011
Si -21.781 -5.441 12.261 0.021 0.002 0.004
Si -19.04 -2.723 12.269 -0.003 0.002 -0.005
Si -16.289 -0.02 12.27 -0.005 -0.003 0.008
Si -13.57 2.687 12.239 -0.015 0.003 0.003
Si -16.306 5.419 12.273 -0.016 -0.003 0.011
Si -13.567 8.132 12.26 -0.015 -0.002 0.011
Si -16.302 -5.47 12.251 0.015 -0.017 -0.001
Si -13.558 -2.778 12.246 0 -0.005 -0.003
Si -10.826 -0.066 12.235 0.002 0.023 -0.001
Si -8.114 2.66 12.235 0.014 -0.002 0
Si -10.844 5.395 12.231 -0.002 -0.013 0.006
Si -8.14 8.085 12.218 -0.002 0.001 0.006
Si -10.841 -5.516 12.237 0.002 -0.022 0.003
Si -8.117 -2.795 12.237 -0.008 0.013 -0.001
Si -5.401 -0.073 12.256 -0.007 -0.006 0.008
Si -2.691 2.665 12.223 0.01 0.01 -0.006
Si -5.405 5.38 12.224 0.001 -0.002 -0.002
Si -2.68 8.122 12.241 -0.001 0.002 -0.007
Si -5.422 -5.51 12.227 -0.003 -0.005 -0.001
Si -2.696 -2.78 12.236 -0.024 0 -0.004
Si 1.373 -1.38 13.609 -0.004 -0.004 0.005
Si 4.09 1.373 13.609 -0.016 0.018 0.004
Si 1.388 4.063 13.624 0 -0.01 0.006
Si 4.106 6.778 13.615 0.007 -0.006 0.001
Si 1.393 9.482 13.612 -0.007 -0.011 0
Si 4.096 -4.092 13.609 0.003 -0.002 -0.003
Si 6.816 -1.352 13.593 -0.005 0.009 -0.003
Si 9.525 1.383 13.599 0.008 0 -0.002
Si 6.807 4.088 13.604 -0.005 -0.002 0
Si 9.521 -9.513 13.599 0.007 0.003 0.005
Si 6.815 -6.812 13.608 0.015 0.004 0.001
Si 9.529 -4.082 13.587 0.003 0.019 -0.002
Si 12.241 -1.354 13.595 0.007 -0.011 0.003
Si 14.96 1.368 13.597 0.006 -0.005 0.003
Si 12.246 4.084 13.593 0 -0.005 -0.003
Si 14.958 -9.531 13.569 -0.005 0 -0.012
Si 12.236 -6.815 13.578 -0.015 -0.004 0.001
Si 14.947 -4.091 13.594 -0.009 -0.019 -0.001
Si 17.656 -1.35 13.603 -0.006 -0.004 0.014
Si 20.379 1.389 13.581 -0.001 -0.009 0.003
Si 17.67 4.093 13.57 0.003 0.003 -0.001
Si 20.377 -9.519 13.589 0.002 0 0.002
Si 17.669 -6.804 13.591 0.019 0.014 -0.003
Si 20.361 -4.076 13.58 -0.003 -0.001 0.001
Si 23.074 -1.34 13.566 -0.001 -0.002 -0.007
Si 25.8 1.384 13.581 0.002 -0.001 -0.001
Si 23.084 4.105 13.597 0 0.003 0.009
Si 25.803 -9.51 13.59 -0.006 -0.007 0.006
Si 23.075 -6.801 13.579 0.009 -0.002 0.001
Si 25.802 -4.059 13.582 0.002 -0.01 -0.001
Si 28.518 -1.336 13.588 0.014 0.006 -0.001
Si 31.242 1.388 13.592 -0.013 -0.013 0.01
Si 28.517 4.095 13.57 -0.011 0.001 0.001
Si 31.242 -9.487 13.576 -0.008 -0.001 0
Si 28.531 -6.775 13.591 -0.003 -0.009 -0.001
Si 31.244 -4.044 13.612 -0.002 0.02 0.008
Si 33.944 -1.313 13.581 -0.007 -0.001 0.001
Si -28.611 1.4 13.591 0.009 0.001 0
Si -31.317 4.113 13.608 0 -0.012 0.007
Si -28.588 -9.479 13.638 -0.005 0.009 0.006
Si -31.315 -6.764 13.587 0.005 0.007 -0.002
Si -28.625 -4.048 13.566 -0.003 0.002 -0.01
Si -25.901 -1.329 13.568 -0.008 0.007 -0.013
Si -23.158 1.39 13.606 -0.006 0.006 -0.001
Si -25.876 4.117 13.604 0.003 0.008 -0.004
Si -23.154 -9.505 13.606 0.017 0.01 -0.004
Si -25.874 -6.767 13.621 0.019 -0.012 -0.005
Si -23.148 -4.08 13.612 -0.001 -0.02 -0.005
Si -20.408 -1.374 13.636 0.001 0.019 -0.009
Si -17.665 1.341 13.624 -0.011 0.016 -0.004
Si -20.412 4.103 13.611 -0.017 -0.012 -0.002
Si -17.67 -9.511 13.6 -0.021 -0.003 -0.006
Si -20.403 -6.819 13.58 0.012 -0.017 -0.01
Si -17.669 -4.109 13.597 0.006 0.004 -0.008
Si -14.915 -1.409 13.592 0.016 -0.007 -0.005
Si -12.183 1.309 13.577 0.018 -0.032 -0.013
Si -14.919 4.059 13.609 0.011 0.008 0.005
Si -12.202 6.756 13.599 -0.006 0.003 -0.008
Si -14.935 9.501 13.606 -0.017 0.009 -0.004
Si -12.204 -4.147 13.599 -0.011 0.015 -0.009
Si -9.473 -1.428 13.606 -0.005 0 0.005
Si -6.763 1.299 13.601 0.001 0.004 0.006
Si -9.469 4.029 13.582 0.011 -0.007 -0.008
Si -6.764 6.736 13.589 -0.005 -0.003 0
Si -9.485 9.448 13.604 -0.003 0.013 0.005
Si -6.762 -4.145 13.613 -0.002 0.005 0.002
Si -4.042 -1.426 13.616 0.012 0.009 0.006
Si -1.335 1.328 13.611 -0.018 -0.01 0.004
Si -4.042 4.026 13.597 -0.003 -0.004 0.002
Si -1.324 6.761 13.61 0.003 0.001 0.005
Si -4.051 9.474 13.604 0.006 0.007 0.005
Si -1.335 -4.123 13.607 0.013 0.002 0.001
Si 2.721 0.011 14.961 -0.002 -0.006 -0.008
Si 5.441 2.738 14.973 0.008 -0.011 -0.001
Si 2.743 5.428 14.992 -0.002 0.001 -0.002
Si 5.463 8.139 14.973 -0.011 0.003 -0.007
Si 2.738 10.861 14.971 -0.008 -0.002 0.001
Si 5.464 -2.718 14.958 0.001 0.008 -0.005
Si 8.163 0.017 14.958 -0.001 -0.017 0
Si 10.891 2.729 14.969 -0.015 -0.002 0.01
Si 8.172 5.439 14.962 0.006 0.007 -0.002
Si 10.882 -8.157 14.957 0 0.019 0.003
Si 8.182 -5.447 14.957 -0.006 0.001 -0.004
Si 10.881 -2.721 14.947 -0.002 -0.009 -0.001
Si 13.598 0.005 14.96 -0.005 -0.01 0
Si 16.315 2.748 14.951 0.009 0.006 -0.011
Si 13.607 5.447 14.958 0.011 -0.004 0
Si 16.306 -8.174 14.95 -0.011 0.001 -0.002
Si 13.592 -5.46 14.942 0.006 0.015 -0.003
Si 16.294 -2.719 14.957 0.002 0.007 0.001
Si 19.019 0.034 14.941 0.022 0.003 -0.006
Si 21.729 2.74 14.962 0.005 0.003 -0.001
Si 19.021 5.439 14.956 -0.005 -0.008 -0.003
Si 21.72 -8.155 14.962 -0.015 -0.013 0.007
Si 19.012 -5.434 14.963 -0.006 0.013 0.009
Si 21.722 -2.704 14.937 0.013 -0.002 0.002
Si 24.431 0.019 14.936 0.001 -0.004 -0.008
Si 27.161 2.742 14.942 0.004 0.002 0.003
Si 24.435 5.465 14.959 0 0 0.003
Si 27.171 -8.142 14.94 0.015 0.011 -0.006
Si 24.442 -5.433 14.93 -0.002 0.014 -0.005
Si 27.16 -2.703 14.95 -0.007 -0.003 -0.002
Si 29.884 0.015 14.937 -0.011 -0.009 -0.006
Si 32.61 2.743 14.954 -0.006 0.009 0.005
Si 29.876 5.464 14.921 -0.01 0.003 -0.003
Si 32.611 -8.14 14.936 -0.003 -0.002 -0.005
Si 29.889 -5.425 14.959 0 -0.005 0.004
Si 32.604 -2.673 14.953 0.015 0.003 0.004
Si 35.311 0.032 14.937 -0.009 -0.001 -0.004
Si -27.253 2.759 14.942 -0.001 -0.018 -0.009
Si -29.954 5.463 14.969 0.006 0.002 0.001
Si -27.215 -8.126 14.985 0.027 0.01 0.008
Si -29.962 -5.411 14.94 -0.001 -0.01 -0.001
Si -27.261 -2.692 14.909 0.004 0.005 -0.008
Si -24.553 0.029 14.921 -0.002 -0.005 0
Si -21.789 2.759 14.946 0.009 0.008 -0.004
Si -24.515 5.465 14.965 0.002 -0.005 0.002
Si -21.772 -8.155 14.937 -0.007 -0.006 0
Si -24.506 -5.429 14.977 -0.004 0.01 0.016
Si -21.783 -2.741 14.975 0.008 0.007 0.009
Si -19.039 -0.012 14.976 -0.002 -0.021 0.007
Si -16.291 2.71 14.957 -0.008 -0.023 0.02
Si -19.047 5.481 14.948 0.013 0.022 -0.004
Si -16.305 -8.157 14.965 0.01 0.004 -0.006
Si -19.03 -5.484 14.939 -0.014 0.001 0
Si -16.283 -2.769 14.94 -0.002 0.015 0.004
Si -13.52 -0.071 14.929 0.001 0.039 -0.006
Si -10.816 2.665 14.941 -0.003 0.021 -0.005
Si -13.557 5.418 14.977 0.007 0 0.017
Si -10.851 8.102 14.977 -0.017 -0.019 0.004
Si -13.58 10.842 14.975 -0.012 -0.011 -0.002
Si -10.842 -2.796 14.957 -0.003 -0.012 0.003
Si -8.117 -0.056 14.968 0.014 0.012 -0.002
Si -5.4 2.657 14.96 0.002 -0.01 -0.006
Si -8.111 5.372 14.958 -0.005 -0.006 0
Si -5.406 8.099 14.963 -0.004 -0.003 -0.006
Si -8.13 10.812 14.97 -0.004 -0.015 0.001
Si -5.404 -2.779 14.984 0.006 0.004 0.003
Si -2.692 -0.044 14.969 -0.002 -0.003 -0.007
Si 0.021 2.699 14.983 0.009 0.009 -0.003
Si -2.685 5.391 14.97 0.005 0.003 -0.006
Si 0.034 8.124 14.979 0.011 0.008 -0.009
Si -2.695 -5.479 14.974 -0.012 0.01 -0.005
Si 0.005 -2.74 14.968 -0.01 -0.001 -0.001
Si 1.368 1.35 16.364 0.007 -0.007 0.014
Si 4.087 4.074 16.37 0 0.008 0.002
Si 1.39 6.783 16.367 -0.01 0.016 0.006
Si 4.097 9.493 16.327 0.01 -0.005 -0.001
Si 1.367 -4.093 16.319 -0.006 0.006 -0.001
Si 4.104 -1.335 16.297 -0.013 0.007 -0.001
Si 6.806 1.386 16.321 -0.019 0.016 -0.003
Si 9.534 4.094 16.331 -0.001 -0.003 -0.002
Si 6.819 6.78 16.341 0.015 -0.024 -0.007
Si 9.531 -6.808 16.331 0.004 0.012 0
Si 6.83 -4.085 16.315 0 0.005 0.001
Si 9.528 -1.353 16.303 -0.006 0 0.005
Si 12.248 1.363 16.334 0.018 -0.016 0.002
Si 14.967 4.102 16.335 -0.007 0.002 0.007
Si 12.246 -9.507 16.319 -0.018 0.007 -0.004
Si 14.936 -6.82 16.314 -0.002 0.006 0
Si 12.233 -4.1 16.294 -0.003 0 0
Si 14.944 -1.359 16.327 0.006 -0.01 0.01
Si 17.681 1.404 16.314 -0.005 -0.008 -0.001
Si 20.372 4.09 16.34 0.005 -0.008 0.006
Si 17.66 -9.531 16.326 0.013 -0.009 -0.005
Si 20.363 -6.797 16.337 -0.006 0.011 0.003
Si 17.643 -4.076 16.325 0.004 -0.005 0.002
Si 20.373 -1.322 16.298 -0.011 0.006 0.006
Si 23.086 1.377 16.32 -0.002 -0.006 -0.004
Si 25.791 4.094 16.305 0.003 -0.002 -0.002
Si 23.074 -9.51 16.337 0.009 0 0.006
Si 25.809 -6.783 16.297 -0.004 -0.007 -0.004
Si 23.08 -4.08 16.291 0.012 -0.009 -0.003
Si 25.783 -1.346 16.298 -0.009 0.01 -0.006
Si 28.526 1.369 16.283 0.001 -0.016 -0.001
Si 31.242 4.116 16.28 -0.012 0.004 0
Si 28.528 -9.504 16.297 0 0.001 0.003
Si 31.266 -6.789 16.305 0.003 -0.022 0.001
Si 28.521 -4.069 16.312 -0.003 0.011 0.005
Si 31.242 -1.323 16.315 -0.016 0.004 -0.001
Si 33.977 1.385 16.316 0.015 -0.021 0.014
Si -28.597 4.102 16.329 0.005 0.01 -0.001
Si 33.956 -9.504 16.308 0.002 0.003 -0.002
Si -28.6 -6.763 16.302 -0.012 0.013 0.001
Si 33.969 -4.044 16.29 -0.019 0.016 -0.003
Si 36.672 -1.341 16.275 0.012 -0.012 -0.013
Si -25.897 1.4 16.286 -0.02 0.011 -0.001
Si -23.13 4.131 16.313 0.007 0.003 0.009
Si -25.865 -9.506 16.34 -0.006 0.019 0.011
Si -23.136 -6.826 16.304 0.005 -0.001 -0.007
Si -25.916 -4.054 16.263 0.026 -0.006 -0.017
Si -23.21 -1.355 16.25 -0.003 0.005 -0.021
Si -20.427 1.393 16.276 -0.022 0.032 -0.023
Si -17.655 4.137 16.265 -0.019 0.003 -0.024
Si -20.401 -9.468 16.314 -0.006 0.001 -0.008
Si -17.664 -6.8 16.343 0.011 -0.026 -0.008
Si -20.419 -4.164 16.287 0.007 0 -0.01
Si -17.654 -1.416 16.272 -0.016 0.035 -0.002
Si -14.881 1.31 16.236 0.018 -0.044 -0.025
Si -12.152 4.045 16.292 0.005 -0.013 -0.005
Si -14.921 -9.496 16.311 -0.017 0.01 -0.012
Si -12.229 9.471 16.328 -0.012 0.018 -0.006
Si -14.949 -4.124 16.34 0.005 0 -0.009
Si -12.2 -1.45 16.33 0.005 -0.017 -0.003
Si -9.481 1.296 16.333 -0.002 0.004 -0.004
Si -6.759 4.002 16.327 0.018 -0.003 -0.005
Si -9.467 6.735 16.315 0.004 -0.019 -0.004
Si -6.763 9.46 16.33 0.007 0.019 0
Si -9.502 -4.153 16.333 -0.016 0.018 -0.003
Si -6.756 -1.4 16.343 -0.011 0.001 0
Si -4.056 1.298 16.339 0.023 -0.009 -0.013
Si -1.331 4.053 16.365 -0.024 0.017 0.015
Si -4.048 6.743 16.339 -0.012 -0.002 0.003
Si -1.336 9.478 16.332 0.028 -0.018 -0.009
Si -4.034 -4.118 16.359 0.012 -0.011 0.019
Si -1.342 -1.379 16.353 -0.018 0.007 0
Si -0.002 -0.01 17.729 -0.015 -0.005 -0.005
Si 2.725 2.713 17.742 -0.035 -0.011 -0.002
Si 0.028 5.429 17.739 0.024 -0.033 -0.002
Si 2.747 8.158 17.732 0.013 0.002 -0.013
Si 0.003 -5.452 17.683 -0.005 -0.001 -0.003
Si 2.73 -2.688 17.63 0 0.014 -0.008
Si 5.446 0.03 17.679 0.014 -0.001 0.003
Si 8.152 2.753 17.688 0.015 -0.007 0.001
Si 5.456 5.439 17.725 0.006 0.008 0.001
Si 8.185 8.136 17.692 0.013 0.003 0.003
Si 5.471 10.855 17.657 0.004 -0.009 -0.011
Si 8.203 -2.73 17.674 -0.015 -0.004 -0.003
Si 10.867 0.002 17.684 -0.008 0.004 0.009
Si 13.606 2.743 17.689 -0.011 -0.014 -0.001
Si 10.893 5.461 17.686 0.007 -0.01 0.002
Si 13.592 -8.164 17.713 -0.008 0.009 0.004
Si 10.914 -5.467 17.685 -0.011 0.002 0.002
Si 13.563 -2.738 17.663 0.006 -0.011 -0.008
Si 16.312 0.043 17.646 -0.004 -0.009 -0.014
Si 19.021 2.743 17.731 -0.005 -0.001 0.005
Si 16.321 5.448 17.733 0.005 -0.005 0.002
Si 19 -8.17 17.7 -0.005 0.003 -0.007
Si 16.274 -5.456 17.677 0.017 0.019 -0.007
Si 19.002 -2.672 17.645 -0.006 -0.01 -0.006
Si 21.718 0.032 17.691 0.018 0.006 0.005
Si 24.445 2.735 17.687 0.008 0.003 -0.006
Si 21.726 5.439 17.717 -0.001 0.002 -0.005
Si 24.451 -8.134 17.664 0.006 0.009 0
Si 21.742 -5.434 17.681 -0.001 0.003 -0.001
Si 24.423 -2.717 17.656 0.002 0.002 -0.005
Si 27.151 0.023 17.637 -0.008 0.001 0.002
Si 29.908 2.725 17.613 -0.004 0.003 -0.007
Si 27.15 5.46 17.645 -0.014 0.006 -0.006
Si 29.919 -8.17 17.655 0.018 -0.011 -0.003
Si 27.159 -5.43 17.678 0.001 0 0.001
Si 29.9 -2.717 17.657 0.012 0.01 -0.001
Si 32.618 0.028 17.671 -0.018 0.008 0.007
Si 35.329 2.741 17.694 0.013 0.012 -0.007
Si 32.593 5.455 17.667 -0.011 -0.013 -0.008
Si 35.346 -8.158 17.64 -0.01 -0.016 -0.004
Si 32.636 -5.42 17.644 0.016 0.024 -0.005
Si 35.344 -2.71 17.649 0.015 0.001 -0.01
Si 38.006 0.037 17.624 0.014 -0.014 -0.021
Si -24.521 2.764 17.618 0.001 -0.007 -0.017
Si -27.236 5.457 17.691 -0.014 -0.017 -0.007
Si -24.482 -8.164 17.692 0.029 -0.009 -0.012
Si -27.262 -5.383 17.65 -0.011 0.03 0.006
Si -24.583 -2.7 17.617 -0.023 0.007 -0.012
Si -21.861 0.033 17.551 -0.012 0.025 -0.02
Si -19.052 2.803 17.572 -0.017 -0.029 0.004
Si -21.777 5.525 17.665 0.009 -0.004 0.002
Si -19.057 -8.118 17.706 -0.012 0.007 0.01
Si -21.79 -5.495 17.681 0.011 -0.028 0.004
Si -19.008 -2.829 17.583 0.031 -0.021 0.01
Si -16.234 -0.062 17.561 0.026 0.017 -0.008
Si -13.523 2.665 17.587 -0.001 -0.006 -0.02
Si -16.304 5.499 17.642 -0.008 -0.001 0.012
Si -13.589 -8.161 17.734 -0.002 -0.01 0.008
Si -16.303 -5.465 17.737 -0.015 0.029 0.011
Si -13.57 -2.807 17.71 -0.017 0.025 -0.008
Si -10.836 -0.091 17.683 0.005 0.007 0.001
Si -8.104 2.637 17.708 -0.001 0.005 -0.009
Si -10.798 5.379 17.698 -0.012 -0.001 0.003
Si -8.12 8.086 17.685 -0.004 0.005 -0.004
Si -10.875 10.802 17.698 -0.001 0.012 -0.007
Si -8.146 -2.762 17.662 0.002 -0.015 -0.01
Si -5.398 -0.051 17.742 0.01 0.019 -0.004
Si -2.702 2.659 17.697 -0.027 -0.017 -0.02
Si -5.406 5.362 17.692 0.014 -0.015 -0.012
Si -2.677 8.104 17.703 0 0.03 -0.002
Si -5.397 -5.501 17.693 -0.01 -0.01 -0.01
Si -2.701 -2.72 17.736 0.027 0.005 0.011
O 3.092 6.301 2.541 0.086 -0.062 -0.118
O 4.807 -8.169 2.259 0.08 0.118 -0.48
O 6.172 3.595 2.694 -0.306 0.129 -0.374
O 10.533 -8.16 2.74 0.355 -0.029 -0.377
O 14.901 -4.78 1.829 0.516 -0.374 0.146
O 22.57 3.19 2.446 -0.258 0.122 -0.322
O 24.489 4.836 2.552 -0.091 0.227 -0.302
O 26.198 6.549 3.308 0.082 0.393 0.43
O 27.273 -2.275 1.437 0.027 0.106 -0.374
O 28.856 -0.862 3.081 0.174 -0.439 -0.057
O 29.941 -5.261 2.719 -0.032 -0.267 -0.326
O 31.874 -3.504 2.97 0.058 0.224 -0.15
O -17.03 1.812 3.186 0.218 0.113 -0.257
O -21.527 3.525 1.469 -0.015 0.406 -0.255
O -20.033 4.331 3.455 -0.257 -0.195 0.203
O -14.277 4.884 2.792 -0.139 0.049 -0.582
O -12.624 6.611 3.563 0.075 0.435 0.436
O -10.925 8.036 2.529 0.486 0.316 -0.635
O -9.843 4.721 2.894 0.032 -0.216 0.035
O -8.268 6.902 2.94 -0.47 0.502 -0.08
O -9.573 -6.823 4.029 -0.073 0.125 0.074
O -8.055 -2.563 1.858 -0.167 0.065 -0.247
O -7.551 4.693 4.208 -0.001 -0.021 -0.371
O 3.777 8.024 24.148 0.194 0.353 0.179
O -0.475 -4.215 24.344 0.396 0.331 0.328
O 5.217 6.025 24.667 0.24 -0.013 0.264
O 19.985 7.867 24.144 0.069 0.089 0.213
O 29.785 8.016 24.258 -0.109 0.033 0.393
O 28.35 -6.087 24.102 0.228 0.12 -0.086
O -29.928 2.954 24.558 0.138 -0.232 0.098
O -31.197 5.227 25.105 0.207 0.131 -0.419
O -28.531 6.615 23.372 0.047 -0.032 0.052
O -29.969 -7.961 24.587 0.294 0.089 0.396
O -32.022 -6.394 24.397 0.116 0.031 0.094
O -26.385 -0.717 25.812 0.167 -0.023 0.632
O -26.729 4.806 24.19 0.443 -0.577 -0.156
O -24.291 3.258 26.274 0.382 0.243 0.077
O -23.5 6.895 23.566 -0.023 -0.334 -0.347
O -28.425 -5.039 24.244 -0.624 -0.399 0.303
O -25.946 -5.736 24.089 0.359 0.145 -0.099
O -24.721 -2.284 24.273 0.022 -0.1 0.057
O -21.821 5.322 24.621 -0.017 -0.525 0.509
O -20.941 -5.974 25.408 0.335 0.178 -0.145
O -17.797 -5.192 26.429 -0.205 -0.477 -0.21
O -15.704 -0.936 25.182 0.04 -0.215 0.231
O -7.792 2.053 24.416 0.131 0.027 0.539
O -9.494 3.95 23.583 0.14 0.156 0.646
O -11.387 5.623 24.383 0.303 0.097 0.269
O 1.608 3.051 -1.048 0.199 0.179 -0.298
O -3.071 -1.743 27.937 -0.085 0.47 0.271
O 1.832 -1.218 26.057 -0.119 -0.302 0.056
O 12.823 1.081 -2.656 0.081 0.286 -0.654
O 3.354 6.931 26.488 -0.549 0.069 -0.152
O 2.707 5.666 24.296 0.015 0.036 -0.543
O -2.039 5.161 -4.08 0.672 0.158 0.419
O 1.705 -6.271 25.801 0.555 -0.109 0.073
O -0.014 -8.111 24.871 0.118 -0.111 0.458
O 3.348 8.084 28.87 -0.419 -0.153 0.648
O 9.07 0.645 25.554 0.201 -0.504 0.13
O 11.143 0.006 27.863 0.204 0.214 0.026
O 4.242 3.323 -3.537 -0.725 0.268 0.263
O 7.317 -1.371 25.817 0.367 -0.44 0.51
O 6.213 -6.579 25.9 -0.022 -0.346 0.396
O 8.134 -5.315 24.864 0.129 -0.016 0.383
O 10.813 -5.129 27.356 -0.196 -0.182 -0.055
O 11.64 -1.451 25.678 -0.633 -0.321 -0.094
O 13.603 0.048 24.886 0.21 -0.191 0.602
O 15.395 1.842 25.616 0.554 0.094 -0.022
O 10.882 2.585 25.056 0.156 0.018 0.562
O 14.246 5.752 25.78 -0.062 0.213 0.021
O 7.755 -3.78 -3.685 0.054 -0.022 0.132
O 15.123 -4.085 25.979 0.016 -0.04 0.348
O 20.78 -3.397 27.427 -0.121 0.013 0.573
O 20.093 1.114 25.859 0.025 0.343 0.196
O 23.905 4.139 25.725 0.453 -0.175 0.342
O 21.825 3.657 -4.388 0.316 0.12 0.21
O 17.472 3.916 26.081 -0.138 0.055 0.094
O 19.065 5.499 24.878 -0.091 0.018 0.247
O 22.611 -7.789 -3.69 0.354 -0.227 0.211
O 18.146 -0.218 27.053 -0.397 0.528 0.241
O 18.15 -7.908 27.049 -0.322 0.014 0.264
O 25.925 3.066 -0.793 0.446 0.018 0.267
O 25.158 0.838 27.444 0.305 0.485 0.112
O 29.265 4.048 -3.709 -0.539 -0.032 -0.385
O 23.738 -0.192 25.436 -0.019 0.368 0.37
O 25.743 4.632 27.533 0.089 -0.651 -0.463
O 25.188 6.453 25.72 0.025 0.054 0.321
O 22.855 -7.371 25.541 0.033 -0.352 0.332
O 23.374 5.866 27.597 -0.264 0.656 -0.241
O 26.115 -3.74 25.748 -0.101 -0.181 0.251
O 28.219 -2.236 25.209 0.104 -0.625 -0.143
O 29.85 -0.136 24.921 -0.195 -0.354 0.207
O -28.498 0.694 26.505 -0.207 -0.164 -0.193
O 29.24 4.282 25.727 -0.019 -0.164 0.205
O 26.968 0.37 1.735 0.3 0.111 -0.122
O -28.147 -6.582 -3.18 -0.475 0.32 0.27
O 29.504 6.559 26.849 0.044 -0.024 -0.21
O 27.189 8.045 24.961 -0.028 0.247 0.333
O 29.73 -3.848 27.08 -0.283 -0.108 -0.333
O -24.994 3.859 -0.889 0.093 -0.409 0.051
O -30.594 3.634 27.062 0.196 0.175 -0.136
O -28.942 -5.973 28.629 -0.046 0.48 -0.005
O -28.75 4.953 25.862 0.003 0.388 -0.09
O 30.237 4.301 28.148 0.738 -0.04 0.1
O -32.216 7.613 25.719 -0.012 0.004 0.531
O -27.236 -2.859 24.738 -0.039 -0.03 -0.515
O -27.066 -2.708 28.78 0.13 0.126 0.544
O -22.292 -1.127 26.123 -0.596 -0.043 -0.311
O -24.22 4.898 28.285 0.233 -0.188 0.501
O -23.743 6.36 26.137 -0.423 0.003 -0.27
O -27.795 -8.066 27.685 -0.215 -0.497 -0.234
O -25.749 -7.209 26.23 -0.134 0.384 -0.026
O -22.315 -3.793 26.053 -0.265 0.022 0.145
O -23.208 0.305 28.811 -0.237 -0.09 -0.322
O -20.058 -2.492 25.806 0.197 -0.106 0.471
O -18.298 -0.609 25.25 -0.299 0.11 0.615
O -12.423 4.865 27.207 0.197 0.048 -0.174
O -17.942 5.937 25.588 -0.121 0.249 0.032
O -16.152 7.995 25.016 0.369 -0.04 0.15
O -21.791 7.903 25.248 -0.128 0.123 0.305
O -19.721 -7.864 26.696 0.673 -0.252 -0.119
O -14.993 -2.895 28.543 -0.234 0.373 -0.248
O -17.959 -3.933 28.787 -0.259 0.068 -0.209
O -13.855 2.601 -0.741 0.197 -0.429 0.366
O -11.576 2.217 25.229 -0.091 0.465 -0.159
O -15.025 3.556 25.653 -0.02 -0.184 0.173
O -18.746 -6.397 28.608 0.169 -0.071 0.472
O -13.414 -4.479 27.249 0.134 -0.014 0.428
O -2.435 -3.225 26.035 0.11 0.188 0.211
O -5.866 1.296 26.096 0.026 -0.274 0.246
O -11.773 2.399 27.842 -0.155 -0.259 0.392
O -9.893 1.421 -0.311 0.184 -0.066 -0.114
O -6.615 -4.422 28.051 -0.42 0.529 0.32
O -6.887 7.286 25.926 -0.028 0.055 0.303
O -10.998 -5.633 -3.824 0.105 -0.018 0.101
O -8.864 -7.223 25.987 -0.581 0.193 0.386
O 1.456 4.263 26.018 0.253 -0.183 0.209
O 2.924 5.581 28.699 0.414 -0.581 -0.003
O -4.095 -7.492 25.721 0.14 -0.428 0.51
O 19.532 -7.36 -0.191 0.027 0.321 -0.256
O -2.625 -5.509 24.946 0.158 -0.361 -0.583
O 18.593 -4.889 -0.002 -0.493 0.13 -0.014
O 5.338 6.561 28.045 -0.085 -0.023 -0.154
O 24.54 5.267 -1.08 -0.134 0.317 0.218
O -5.176 6.923 -1.508 -0.372 -0.167 0.332
O -31.535 3.027 -0.714 -0.19 -0.042 -0.267
O 3.828 -4.427 -3.203 0.52 -0.018 0.205
O 21.937 7.87 0.222 0.155 -0.23 -0.331
O 24.375 -1.151 -2.672 -0.603 -0.177 -0.024
O 3.193 -3.482 -0.818 -0.471 -0.203 -0.111
O 7.455 7.414 -3.484 0.236 0.202 0.191
O 12.699 -5.223 0.522 -0.244 0.263 0.033
O -25.976 6.973 -0.006 0.163 0.366 0.388
O 11.425 -7.763 -3.854 -0.348 -0.103 -0.144
O 6.314 -2.834 28.821 0.07 0.318 -0.138
O 11.962 -7.197 26.244 0.147 -0.345 0.065
O 16.432 2.501 27.945 0.136 -0.296 0.648
O 13.594 -1.351 -2.773 -0.27 0.111 -0.429
O -16.546 -1.6 -0.078 0.376 -0.217 -0.101
O 15.858 -1.394 27.366 -0.187 -0.04 0.183
O 32.077 -2.662 -3.482 -0.026 0.165 0.022
O 15.282 -7.274 -2.944 -0.499 0.201 -0.561
O 27.941 -6.62 -2.782 0.308 -0.431 0.225
O 17.844 -7.828 -3.267 0.307 0.229 0.054
O -18.801 -7.405 -4.332 0.078 -0.015 0.096
O 14.764 -2.369 -0.825 -0.033 0.122 0.382
O 25.784 2.374 -3.302 0.045 0.472 -0.186
O 19.092 3.053 28.027 0.222 -0.473 0.092
O 23.078 0.093 28.82 -0.035 0.053 -0.475
O 23.359 3.054 -1.509 -0.27 0.304 -0.208
O 26.266 -8.156 -4.132 -0.528 0.125 -0.153
O -6.548 -4.817 1.561 0.335 0.059 0.015
O -22.381 -5.962 -0.108 -0.496 0.159 0.147
O 20.412 6.998 26.512 0.02 -0.192 0.157
O 4.831 -1.781 0.216 -0.31 0.141 -0.417
O 16.896 -3.18 -2.091 0.511 0.2 -0.09
O 4.349 1.94 27.335 -0.283 0.466 0.045
O 29.147 -7.175 26.412 0.273 0.497 0.156
O 22.604 -2.567 25.668 -0.372 -0.058 -0.294
O 25.188 -1.491 28.763 0.228 -0.104 -0.01
O 0.908 -1.34 1.467 -0.459 -0.191 0.003
O -32.251 2.05 28.226 -0.109 0.103 0.442
O 19.503 0.218 -0.31 -0.005 -0.086 -0.392
O -9.372 2.665 26.686 0.444 -0.065 -0.614
O -0.978 -4.762 -3.501 -0.273 -0.036 0.023
O 30.009 -8.132 28.771 0.049 -0.246 0.059
O 20.999 -4.506 -0.752 -0.234 -0.039 -0.078
O 27.503 -2.633 27.669 -0.017 0.307 0.5
O 27.542 7.867 27.916 -0.294 -0.182 -0.464
O -30.998 -4.235 0.476 -0.394 0.397 -0.23
O -31.885 1.582 -2.822 0.388 0.088 -0.36
O -23.35 -5.193 -4.038 0.041 0.225 -0.359
O 22.582 -5.041 26.577 -0.121 -0.098 -0.32
O -4.599 -5.159 26.68 -0.114 0.078 0.112
O 27.717 -5.163 28.331 0.04 -0.249 -0.305
O 32.43 -5.197 -3.677 0.319 -0.081 -0.221
O -31.735 -0.37 27.151 0.205 0.344 -0.173
O -26.766 3.83 -2.829 -0.609 0.476 -0.143
O -1.329 -3.601 1.524 0.164 0.518 -0.014
O -28.799 -1.321 -3.086 -0.327 0.181 0.18
O 29.576 -1.785 -3.743 -0.321 0.082 0.323
O 31.851 -5.245 27.396 0.084 -0.621 -0.157
O -11.628 5.728 1.258 -0.099 0.112 -0.312
O 27.233 2.736 24.947 -0.272 0.027 0.27
O -24.156 0.689 25.759 -0.38 -0.337 0.064
O -25.231 1.848 -3.627 -0.359 -0.154 0.336
O -6.556 7.199 -3.887 0.03 -0.573 -0.14
O -16.146 -0.744 -2.914 0.013 0.438 0.291
O -29.919 -7.933 2.214 -0.221 0.225 -0.304
O -22.613 4.313 -2.004 -0.264 0.003 -0.409
O -13.857 -6.926 28.576 0.032 0.123 0.058
O -28.551 -5.045 0.339 -0.235 -0.148 0.299
O -23.649 -5.969 25.455 -0.212 -0.448 0.505
O 10.127 0.625 1.51 0.075 0.162 -0.274
O -21.026 3.835 -3.958 0.058 0.498 -0.35
O 28.404 6.519 -4.276 0.208 0.491 -0.006
O -23.044 1.379 1.17 -0.486 0.179 -0.017
O -15.911 0.997 -0.302 -0.083 -0.054 -0.293
O -17.392 3.636 26.765 -0.309 0.216 0.333
O -20.032 -4.616 0.452 -0.081 -0.267 -0.349
O -19.442 5.106 27.539 -0.528 -0.136 -0.049
O -21.218 -7.196 28.896 -0.072 0.356 0.029
O -7.669 2.435 0.318 0.09 0.317 0.297
O -20.53 -6.921 1.534 0.094 -0.336 -0.377
O -13.72 -2.009 26.422 0.673 0.073 0.283
O -7.236 -6.102 -1.665 -0.042 0.469 -0.179
O -12.871 6.701 -1.645 0.368 0.165 -0.043
O -17.195 5.726 28.629 0.362 -0.14 -0.364
O -11.054 -0.204 -3.705 -0.264 0.17 -0.301
O 4.388 4.866 -1.272 -0.071 -0.107 -0.015
O -8.028 -0.194 25.848 0.098 -0.302 -0.039
O -13.943 2.921 -3.316 0.154 -0.5 -0.153
O -15.586 1.87 27.631 -0.092 -0.46 -0.119
O -16.337 3.437 -1.212 -0.203 -0.405 0.052
O -2.616 2.66 2.236 -0.07 0.054 -0.448
O -12.409 7.397 27.738 0.274 -0.15 0.301
O -3.693 -1.195 1.574 0.539 0.358 -0.186
O -25.589 2.609 28.494 0.077 -0.122 0.269
O -11.86 -6.481 26.926 0.411 -0.225 -0.043
O 14.069 -7.254 1.361 0.14 -0.076 0.32
O -3.083 5.596 27.59 -0.788 0.556 0.017
O 7.906 4.719 0.82 -0.428 -0.262 -0.367
O 20.155 -7.942 28.821 -0.258 -0.205 0.27
O 7.314 -5.993 1.011 0.136 -0.332 -0.113
O -5.333 4.323 -0.02 -0.452 0.267 0.045
O 10.176 -1.781 0.361 -0.275 0.102 -0.138
O -5.177 -7.161 -2.955 0.149 0.148 -0.369
O -9.526 -2.194 -4.169 -0.584 -0.1 -0.426
O -9.024 7.623 -3.241 -0.444 0.08 -0.095
O -23.684 -1.044 0.485 0.16 0.277 -0.754
O 31.529 -0.223 -2.989 -0.136 -0.001 0.452
O -5.66 -2.584 0.63 0.052 0.158 -0.251
O -21.896 1.443 26.887 0.439 0.631 -0.099
O -3.142 -3.035 -0.264 -0.189 -0.154 -0.512
O -3.275 -7.8 -0.708 0.576 0.069 -0.474
O -0.359 -6.638 -1.908 0.048 -0.034 0.213
O 1.093 8.059 -3.44 0.205 0.369 -0.065
O -8.487 0.029 -3.156 0.082 0.861 0.161
O -14.94 -5.296 -2.656 0.22 -0.613 0.036
O -3.423 -1.548 -3.322 0.044 -0.73 -0.065
O 1.269 -1.98 28.522 -0.692 0.132 0.304
O -0.985 -0.471 -3.294 0.457 -0.173 -0.309
O 27.821 4.996 1.827 -0.285 -0.262 -0.017
O 2.216 -2.39 -3.122 -0.308 0.232 -0.058
O -26.286 5.042 1.779 -0.302 0.12 -0.083
O 11.772 2.627 -0.862 -0.28 0.277 0.21
O 0.256 -5.629 2.155 -0.218 -0.076 -0.748
O 14.556 -3.896 -2.934 -0.381 -0.456 -0.407
O -5.604 -4.634 -3.234 0.655 0.158 0.069
O -1.393 1.806 -2.103 0.022 0.458 0.002
O -31.734 7.506 -2.041 0.103 0.241 -0.217
O -11.449 -0.494 -0.974 0.081 -0.582 0.028
O -2.446 -6.421 27.46 -0.155 -0.565 0.205
O -16.119 8.042 28.594 -0.285 0.084 -0.15
O -21.616 -0.622 2.111 -0.079 -0.029 0.325
O 13.558 7.076 -3.254 -0.022 -0.58 0.223
O 14.437 7.718 -0.894 0.007 0.273 -0.112
O 26.243 -6.949 0.014 -0.288 0.17 -0.403
O 11.774 -5.955 -1.87 0.344 -0.502 0.202
O 10.406 1.915 -3.128 -0.545 0.09 0.138
O 20.59 -0.251 28.062 -0.095 -0.23 0.19
O 2.316 0.387 28.107 -0.159 0.435 0.303
O -14.502 -2.729 -2.48 0.543 0.016 -0.169
O 20.171 -3.575 1.616 0.02 0.306 -0.008
O 12.754 3.034 1.628 0.27 -0.642 0.194
O 12.78 4.89 -0.226 0.432 0.362 -0.282
O 7.895 6.119 -1.332 -0.109 0.344 0.271
O 20.005 -1.526 25.814 0.418 0.122 -0.412
O 14.421 2.815 -0.327 0.192 0.421 -0.243
O 1.098 0.865 -2.306 0.363 -0.315 -0.6
O 23.403 -3.581 -0.739 0.133 -0.088 -0.357
O 17.324 4.852 28.603 -0.076 0.174 -0.21
O 4.546 0.234 1.911 -0.235 -0.14 0.034
O 13.471 -5.492 27.489 0.018 0.258 0.236
O -23.171 5.44 0.24 -0.223 -0.305 0.459
O 20.345 5.162 -2.825 0.314 -0.147 0.176
O 21.443 1.949 -0.141 0.231 0.276 0.128
O -30.575 5.561 -3.687 -0.265 -0.074 -0.142
O -20.917 -0.13 -2.856 0.221 -0.689 -0.021
O -18.985 4.524 1.078 0.565 -0.343 -0.173
O 10.819 0.258 -1.062 -0.433 -0.445 -0.314
O 20.504 -6.696 26.595 -0.439 0.561 -0.521
O -21.45 0.067 -0.386 0.391 -0.176 0.011
O 21.954 -5.26 2.468 0.081 -0.066 -0.235
O 18.438 4.301 -1.249 -0.262 -0.095 -0.308
O -8.614 -6.086 0.619 -0.621 -0.003 0.089
O 25.924 -2.65 -4.112 -0.136 -0.027 0.073
O -6.241 0.583 1.418 -0.127 -0.358 -0.311
O -20.988 2.285 -1.787 0.155 -0.11 0.471
O -10.339 6.307 -1.318 0.108 0.159 0.797
O -0.694 0.808 1.634 0.107 0.094 -0.02
O 30.107 -3.255 0.982 -0.534 -0.032 0.047
O -25.102 -4.527 28.682 0.33 -0.043 -0.141
O 24.938 -3.507 1.427 -0.464 -0.382 -0.058
O -25.612 -2.777 0.173 -0.223 -0.086 0.051
O -14.226 -4.261 -0.338 -0.233 0.427 0.136
O -31.974 0.434 -0.528 -0.184 -0.325 -0.378
O 12.302 7.265 0.576 -0.266 0.344 -0.156
O 16.533 -3.136 0.726 0.389 -0.013 0.037
O -19.662 -2.418 1.873 0.009 -0.019 -0.245
O 14.883 0.417 -1.082 0.112 -0.375 -0.121
O -6.828 3.484 27.051 0.049 0.125 -0.292
O 30.04 -5.042 -2.478 0.213 0.321 -0.255
O 6.933 -1.018 1.564 0.515 0.285 -0.278
O -8.497 7.461 28.055 -0.196 0.322 0.255
O 31.546 -7.194 -2.251 -0.2 -0.322 0.02
O -11.895 1.729 -2.261 0.437 0.2 0.059
O -27.44 4.818 -0.522 -0.696 0.083 -0.422
O -27.103 2.179 -0.806 0.334 -0.026 -0.214
O -27.84 -7.281 -0.676 -0.141 -0.417 0.493
O -24.377 -7.537 -1.211 -0.236 0.085 0.121
O 17.189 -1.053 -0.71 -0.291 0.511 -0.442
O 31.898 -5.199 0.951 -0.211 -0.4 -0.607
O -13.206 7.862 1.246 -0.078 -0.165 -0.094
O 23.672 -7.202 1.927 0.157 -0.154 0.122
O -27.738 -0.42 -0.857 0.507 0.027 0.562
O -10.537 0.351 26.659 -0.228 -0.045 0.301
O 16.906 2.251 -0.639 0.078 -0.189 -0.528
O -31.326 -0.578 1.739 0.381 0.197 -0.16
O -6.145 3.702 -2.412 0.277 0.232 -0.379
O 7.752 4.919 25.469 -0.159 -0.162 -0.05
O -2.413 -5.538 0.191 0.144 -0.3 0.045
O -28.283 6.612 1.275 -0.352 0.165 -0.326
O -15.448 3.142 1.209 -0.096 -0.137 0.051
O 21.656 1.539 -2.743 -0.538 -0.263 0.039
O -31.704 -6.537 -0.628 0.268 0.145 -0.419
O 8.54 -3.866 27.917 0.103 0.18 0.076
O 32.131 5.086 -0.762 -0.061 0.32 0.147
O 9.889 2.201 28.261 0.021 0.09 -0.491
O 23.061 -6.158 -0.387 -0.179 0.184 0.103
O -17.79 0.162 1.342 -0.331 -0.279 -0.288
O 22.575 -7.195 28.144 0.278 -0.126 0.15
O -16.631 -3.873 -1.291 -0.36 -0.373 -0.104
O 12.346 5.53 27.586 -0.345 0.203 -0.08
O -22.866 7.204 28.437 0.123 -0.305 -0.271
O 5.852 2.704 -1.687 0.27 0.074 0.523
O -8.318 7.945 -0.752 0.064 -0.469 0.552
O -11.975 1.1 1.173 -0.394 -0.05 0.213
O 14.422 0.859 27.844 -0.554 0.143 0.369
O -4.804 -5.628 -0.861 -0.027 0.442 0.328
O -6.877 -7.568 1.734 0.116 -0.09 -0.123
O 13.277 -1.529 27.678 0.246 -0.596 0.057
O 8.515 2.639 2.176 -0.254 -0.102 -0.276
O -13.359 0.189 25.028 -0.051 0.059 0.096
O -29.233 -2.593 -0.639 -0.422 0.046 -0.139
O 2.069 5.321 0.016 0.147 0.52 0.293
O -14.649 -7.906 -0.851 -0.55 0.158 -0.129
O -12.02 -5.149 -1.368 -0.259 0.022 -0.31
O -4.536 2.552 27.976 -0.337 0.067 0.228
O -9.857 -3.919 -2.188 -0.042 0.458 0.211
O 25.336 7.608 -1.719 -0.07 0.382 -0.579
O 0.743 3.641 1.448 -0.696 -0.01 0.047
O 16.171 7.601 25.488 -0.17 -0.034 -0.153
O 7.612 -5.413 -1.614 0.126 -0.342 0.028
O -8.742 3.176 -1.953 -0.642 -0.249 -0.267
O 17.082 -6.607 -1.138 -0.493 0.074 0.235
O -6.292 5.935 1.777 -0.197 -0.466 -0.315
O -8.01 -4.267 -4.028 -0.327 -0.289 -0.092
O -9.839 -6.494 -1.646 -0.309 -0.424 -0.251
O -22.162 7.764 -0.376 0.362 -0.101 -0.246
O 11.342 5.923 -3.873 0.144 -0.382 0.394
O 7.88 6.749 27.463 0.025 0.516 0.047
O 5.59 -4.353 -0.132 -0.024 -0.276 0.048
O 4.809 -0.438 28.415 0.163 0.143 -0.228
O 8.799 5.227 -3.702 -0.08 -0.158 0.026
O 4.214 -1.234 -4.37 0.345 -0.434 0.155
O -23.236 0.888 -2.172 -0.556 0.03 0.475
O 2.557 6.259 -2.362 0.12 0.037 0.016
O 3.612 1.296 -1.406 -0.062 0.074 0.002
O 1.406 -4.743 -2.277 0.116 -0.342 -0.133
O 29.953 6.283 0.076 -0.729 -0.294 -0.03
O -14.562 7.648 -3.334 0.469 0.315 -0.072
O 17.205 4.316 1.072 -0.145 0.147 -0.143
O 30.43 6.066 -2.552 0.142 0.554 -0.102
O -18.822 6.645 -3.166 -0.191 0.424 0.086
O 8.026 -3.513 0.151 -0.279 0.321 -0.027
O -26.454 4.522 26.911 -0.403 0.074 0.385
O 2.243 -7.61 1.676 0.004 0.177 -0.679
O 27.571 -4.039 -2.476 0.15 0.349 0.237
O -18.294 -2 -2.012 -0.434 0.144 -0.292
O -5.907 -0.56 -2.992 -0.067 -0.059 -0.319
O -0.136 7.221 -1.217 0.136 0.058 0.352
O 19.855 6.405 -0.564 0.199 -0.407 0.261
O 30.739 2.166 -2.572 0.129 0.014 0.199
O -8.88 4.922 27.788 -0.65 0.195 -0.464
O 22.425 -5.279 -2.725 0.121 0.141 -0.171
O -28.443 1.14 1.174 -0.33 0.069 0.015
O -24.237 3.414 2.046 -0.041 0.322 -0.476
O -29.612 1.365 -1.254 0.037 -0.058 -0.473
O 8.706 7.23 0.964 -0.276 0.257 -0.439
O -29.134 7.379 -2.347 -0.009 -0.168 0.063
O -25.44 7.179 27.961 -0.021 0.079 0.528
O 21.888 2.678 24.885 -0.113 -0.124 0.513
O -15.42 5.952 -1.432 0.121 0.042 0.466
O 26.248 -5.341 -4.305 -0.416 0.015 -0.151
O -19.93 4.701 -1.759 0.13 0.011 0.249
O 28.473 -5.581 -0.441 0.483 -0.052 -0.162
O -20.601 -0.02 28.559 0.503 0.172 -0.331
O -2.191 1.503 27.632 -0.238 0.002 -0.122
O 16.838 -5.32 -3.506 0.143 0.011 -0.531
O 3.724 7.16 0.042 0.209 0.334 -0.313
O 19.419 -2.419 -0.565 -0.009 0.005 -0.298
O 14.205 -2.18 1.788 -0.203 0.014 -0.424
O 18.41 -1.264 1.566 0.003 -0.059 0.203
O -14.77 6.151 27.4 -0.526 -0.007 -0.22
O -9.507 -1.692 27.671 0.075 -0.247 0.03
O 29.108 -0.813 0.467 -0.199 0.119 -0.468
O 17.527 -6.863 1.409 -0.465 0.028 -0.199
O 15.729 -4.658 28.559 0.414 0.262 -0.024
O 24.94 -1.479 -0.18 0.443 0.278 0.096
O 18.153 -2.887 27.014 -0.372 -0.507 0.553
O -3.586 3.309 -1.693 0.162 0.598 0.423
O 11.3 5.191 1.959 -0.339 -0.08 0.017
O 25 2.226 1.925 -0.063 -0.048 -0.12
O -11.261 5.835 -3.649 0.325 0.256 -0.103
O 9.798 -3.481 25.632 0.1 0.803 0.174
O -16.166 -5.718 28.402 0.268 0.359 0.07
O 22.847 -1.883 1.319 -0.527 0.121 -0.487
O 31.315 0.11 28.428 -0.215 0.147 -0.16
O 5.932 0.638 -0.163 0.303 0.342 -0.156
O 12.465 -0.412 0.908 0.344 0.099 -0.065
O 31.878 1.24 1.502 0.252 0.13 -0.479
O 10.39 -4.374 -0.195 -0.208 -0.227 -0.069
O -30.542 5.443 -1.08 0.47 -0.083 0.075
O 5.736 3.204 25.399 -0.415 0.169 -0.088
O 27.065 -4.992 1.625 0.245 -0.016 0.414
O -7.349 -0.031 -0.826 0.035 -0.51 0.146
O 4.823 -4.269 25.955 -0.435 -0.05 0.112
O -13.542 -2.468 2.335 0.038 0.088 -0.722
O -7.769 -2.293 -2.212 0.239 -0.182 0.269
O 30.521 -2.106 -1.389 -0.314 -0.363 -0.08
O -31.446 4.653 1.252 0.066 -0.038 -0.107
O -25.429 -2.952 26.702 0.498 -0.412 -0.109
O -24.425 6.219 -1.957 -0.149 0.133 -0.472
O -15.194 -0.403 1.784 0.308 0.291 -0.243
O -9.808 3.992 0.352 0.327 0.063 0.005
O 1.624 0.801 0.261 0.449 0.107 0.669
O 12.439 -3.432 -1.476 -0.23 0.157 -0.189
O 31.824 8.061 0.091 0.19 0.161 0.141
O 0.74 4.222 28.588 -0.04 -0.389 0.31
O 26.078 6.781 0.682 -0.023 -0.414 -0.346
O 26.088 0.521 -1.463 0.487 -0.254 -0.026
O -0.229 -0.253 27.346 -0.137 -0.432 -0.006
O -5.143 -2.696 26.551 -0.565 0.469 0.163
O -24.529 -7.99 2.341 0.293 -0.148 -0.624
O -14.083 -6.411 25.52 0.145 -0.041 0.245
O -1.227 6.691 1.139 0.353 -0.197 -0.099
O -26.496 -6.371 1.448 -0.068 0.046 0.048
O 29.695 4.006 -1.113 -0.425 -0.059 0.528
O -24.003 -3.033 2.143 0.057 0.133 -0.066
O -24.091 -0.411 -4.334 0.505 -0.239 -0.121
O -19.406 2.124 2.025 -0.443 -0.166 -0.161
O 4.573 -6.14 27.828 0.138 -0.102 0.198
O 28.103 2.18 -2.105 0.253 -0.327 -0.158
O 14.036 3.468 27.201 -0.08 -0.271 0.664
O -22.023 -4.848 2.169 0.101 0.082 0.108
O 10.829 -2.576 27.877 0.322 0.092 0.413
O -1.916 6.551 25.555 -0.008 0.082 0.275
O -22.085 -6.89 -2.453 0.319 0.027 0.041
O 31.693 5.324 26.201 0.319 -0.436 0.253
O -26.268 -5.125 -0.842 -0.054 -0.337 -0.074
O 23.445 0.523 -0.954 -0.22 -0.225 0.483
O -18.666 6.602 -0.512 0.222 0.569 -0.054
O 11.711 -6.936 28.904 0.47 -0.104 0.139
O 0.027 -5.748 27.755 -0.096 -0.032 0.198
O -15.256 -6.758 1.35 -0.245 -0.143 -0.256
O -26.029 -5.079 -3.879 -0.214 -0.091 -0.028
O -12.174 -4.497 1.258 0.52 -0.172 0.039
O -7.905 4.23 -4.236 -0.237 -0.395 -0.101
O 31.695 -1.246 0.756 0.344 -0.17 0.062
O 32.178 -2.654 27.157 -0.302 0.294 0.199
O -30.896 -3.682 -4.367 0.264 0.001 0.69
O 19.109 2.621 0.747 0.256 -0.158 0.305
O -26.997 -2.783 -1.956 0.07 -0.367 -0.282
O -20.753 6.326 1.18 -0.156 -0.143 0.507
O -26.874 6.819 25.743 0.083 0.196 -0.419
O -0.442 4.722 -0.545 -0.369 -0.129 -0.498
O -7.883 5.623 -1.937 0.711 0.123 0.149
O 16.104 6.594 -2.644 -0.194 -0.567 0.053
O -1.9 -4.082 28.565 0.003 0.154 -0.135
O 24.504 -5.483 24.661 0.035 -0.156 -0.015
O -1.103 4.288 26.576 0.082 -0.013 -0.185
O -19.545 3.716 25.312 -0.349 -0.029 0.06
O 9.691 -5.683 -3.38 0.006 0.135 -0.063
O -24.557 -3.749 -2.157 0.565 0.178 0.332
O -4.352 -0.861 -0.951 0.193 0.259 0.403
O -30.764 -6.63 26.732 0.114 -0.043 0.305
O 31.736 1.283 26.036 0.026 0.367 0.049
O 2.829 2.399 2.353 0.099 0.101 -0.494
O 26.21 5.676 -3.194 0.337 -0.515 0.103
O 26.052 -1.126 26.011 -0.349 -0.039 0.069
O -3.983 6.904 -3.694 -0.11 -0.468 -0.214
O -29.696 1.809 28.683 0.148 0.208 0.594
O -18.51 -0.158 -3.881 0.096 0.221 -0.173
O 29.859 2.979 2.169 0.138 0.11 -0.527
O -10.015 -0.746 1.274 0.122 -0.147 -0.018
O -6.788 -6.982 27.627 0.267 -0.081 -0.273
O -3.756 0.97 -2.874 -0.374 -0.176 -0.207
O -16.757 1.533 25.387 -0.356 0.333 -0.424
O 14.789 6.578 1.375 -0.102 -0.445 -0.266
O 21.137 4.717 28.479 -0.19 0.189 -0.213
O 15.82 -6.522 26.766 -0.026 -0.08 0.042
O -26.414 1.907 25.471 -0.101 0.316 0.017
O 9.449 4.673 27.355 0.207 -0.115 -0.233
O -1.487 7.73 -3.425 -0.202 0.207 -0.104
O -0.751 -4.058 -1.026 0.398 0.527 0.007
O -17.76 -3.145 24.756 0.313 -0.038 -0.589
O 10.25 5.663 -0.343 0.11 -0.339 -0.743
O -15.625 -3.773 26.084 0.323 0.274 0.097
O 7.298 -6.36 -4.08 -0.119 0.356 -0.069
O 23.682 6.23 -3.341 0.054 -0.372 0.125
O -12.09 4.239 -1.761 -0.076 -0.031 0.285
O 8.485 -0.049 27.952 -0.169 -0.01 0.482
O -4.234 -6.832 1.487 -0.389 0 -0.025
O -15.993 4.571 -3.553 -0.318 0.257 -0.264
O -0.529 -0.344 -0.675 -0.456 -0.248 0.264
O 23.286 -3.135 28.179 -0.281 0.182 -0.054
O 6.586 1.012 26.392 0.288 0.348 0.153
O 6.287 4.987 -3.062 0.069 -0.113 -0.3
O -28.829 -0.713 28.748 -0.284 0.016 0.198
O 2.096 -4.213 27.525 -0.007 0.428 -0.42
O -4.044 6.467 0.852 0.326 0.468 0.252
O 15.232 0.578 -3.622 0.462 0.08 0.227
O 5.656 0.141 -2.608 0.308 -0.517 0.456
O -21.195 -2.558 28.093 -0.063 -0.497 0.234
O -26.503 7.771 -2.476 0.015 -0.276 -0.616
O -13.49 -0.328 -2.626 -0.037 0.13 0.447
O -5.431 1.781 -0.766 0.436 -0.516 0.13
O -2.531 6.117 -1.159 -0.007 -0.262 -0.49
O 0.27 2.173 26.939 0.251 0.032 0.083
O -14.029 3.582 28.792 0.099 0.18 0.096

Results
total energy: -395643.884 eV
total energy less fixed offsets of O -438.25, Si -107.07 eV per atom: 12.666 eV
